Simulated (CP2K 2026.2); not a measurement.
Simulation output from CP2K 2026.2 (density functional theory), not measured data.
Periodic cell of 3024 atoms, Si2160O864, from a study of silicon, its oxide and their interface. The atomic structure is a simulated model.
Doubt: the forces sum to 6.19 eV/angstrom along one axis rather than to zero, so they err by at least 0.0020 eV/angstrom per atom on average; the grid cutoff is modest.

Settings: functional PBE; method Gaussian and plane waves; basis set DZVP-MOLOPT-SR-GTH; pseudopotentials GTH-PBE; grid cutoff 300 Ry, relative cutoff 40 Ry; k points Gamma only; occupations fixed; spin none; net charge 0.

Cell vectors (angstrom)
a 97.92 0 0
b 0 16.32 0
c -7.793 6.7674 33.6355

Atoms: element, x, y, z (angstrom)
Si 0.959 -1.094 -0.007
Si 4.347 1.148 -0.092
Si 1.113 4.013 0.094
Si 4.437 6.196 -0.157
Si 1.057 -6.484 0.014
Si 4.29 -4.326 -0.156
Si 6.611 -1.03 -0.026
Si 8.7 1.773 -0.199
Si 6.667 4.065 0.324
Si 9.557 6.633 0.169
Si 6.61 9.797 -0.002
Si 9.506 -4.406 0.04
Si 12.452 -1.653 -0.159
Si 14.991 1.156 0.282
Si 11.797 4.334 0.008
Si 15.196 6.519 0.143
Si 11.789 -6.557 0.167
Si 14.673 -3.888 0.129
Si 2.642 0.051 1.188
Si 5.271 2.653 1.483
Si 2.653 5.387 1.243
Si 5.406 8.046 1.087
Si 2.666 -5.346 1.261
Si 5.403 -2.699 1.149
Si 7.961 0.18 1.401
Si 10.585 2.668 1.112
Si 8.043 5.481 1.51
Si 10.672 -8.107 1.477
Si 8.027 -5.442 1.511
Si 10.698 -2.662 1.109
Si 13.39 -0.085 1.371
Si 16.16 2.723 1.53
Si 13.47 5.415 1.288
Si 16.234 -8.167 1.427
Si 13.448 -5.436 1.373
Si 16.223 -2.681 1.36
Si 1.295 1.335 2.705
Si 3.888 4.056 2.741
Si 1.321 6.832 2.612
Si 4.013 9.473 2.514
Si 1.32 -4.015 2.687
Si 3.989 -1.356 2.559
Si 6.64 1.389 2.866
Si 9.423 4.033 2.704
Si 6.647 6.868 2.726
Si 9.334 -6.803 2.856
Si 6.666 -3.983 2.688
Si 9.406 -1.278 2.563
Si 11.978 1.356 2.568
Si 14.757 4.101 2.763
Si 12.143 6.815 2.68
Si 14.821 -6.795 2.7
Si 12.042 -4.008 2.632
Si 14.824 -1.369 2.74
Si -0.09 -0.011 4.061
Si 2.572 2.719 4.125
Si 0.006 5.503 4.1
Si 2.652 8.206 3.993
Si -0.042 -5.37 4.088
Si 2.657 -2.655 4.034
Si 5.27 -0.033 4.077
Si 8.04 2.769 4.125
Si 5.285 5.464 4.046
Si 7.971 -8.15 4.155
Si 5.307 -5.433 3.967
Si 8.052 -2.626 3.997
Si 10.717 0.024 4.018
Si 13.367 2.699 4.003
Si 10.776 5.437 4.032
Si 13.475 -8.146 4.059
Si 10.74 -5.373 4.063
Si 13.435 -2.715 4.048
Si 1.331 -1.249 16.442
Si 3.994 1.424 16.371
Si 1.315 4.166 16.402
Si 4.076 6.883 16.377
Si 1.343 -6.697 16.402
Si 4.06 -3.996 16.393
Si 6.782 -1.325 16.322
Si 9.461 1.448 16.199
Si 6.739 4.166 16.314
Si 9.509 -9.402 16.252
Si 6.795 -6.716 16.321
Si 9.512 -3.983 16.3
Si 12.214 -1.269 16.127
Si 14.949 1.444 16.144
Si 12.22 4.162 16.142
Si 15 -9.415 16.104
Si 12.227 -6.666 16.205
Si 14.96 -4.059 16.084
Si 2.676 0.113 17.847
Si 5.353 2.808 17.675
Si 2.678 5.555 17.734
Si 5.501 8.222 17.717
Si 2.733 -5.372 17.772
Si 5.424 -2.63 17.753
Si 8.184 0.058 17.598
Si 10.843 2.825 17.496
Si 8.17 5.533 17.598
Si 10.849 -7.969 17.578
Si 8.165 -5.355 17.674
Si 10.931 -2.576 17.575
Si 13.536 0.112 17.464
Si 16.366 2.791 17.454
Si 13.63 5.555 17.392
Si 16.362 -8.126 17.538
Si 13.641 -5.335 17.542
Si 16.378 -2.718 17.342
Si 1.343 1.521 19.262
Si 4.025 4.195 19.082
Si 1.375 6.945 19.138
Si 4.134 -6.772 19.09
Si 1.399 -3.975 19.14
Si 4.079 -1.27 19.163
Si 6.726 1.352 18.896
Si 9.54 4.17 18.904
Si 6.95 6.892 19.051
Si 9.553 -6.633 19.088
Si 6.83 -4.002 19.057
Si 9.672 -1.164 18.985
Si 12.163 1.489 18.861
Si 14.983 4.215 18.732
Si 12.333 -9.349 18.719
Si 15.037 -6.701 18.864
Si 12.354 -3.894 18.901
Si 15.006 -1.314 18.583
Si -0.087 0.128 20.55
Si 2.696 2.968 20.634
Si -0.043 5.611 20.435
Si 2.831 8.176 20.543
Si 16.395 -5.321 20.188
Si 2.769 -2.644 20.557
Si 5.439 0.123 20.483
Si 8.135 2.708 20.112
Si 5.543 5.501 20.31
Si 8.306 8.211 20.531
Si 5.52 -5.414 20.443
Si 8.266 -2.545 20.221
Si 10.973 0.243 20.486
Si 13.597 2.884 20.032
Si 11.011 5.622 20.047
Si 13.674 -8.057 20.166
Si 11.003 -5.151 20.316
Si 13.784 -2.492 20.153
Si 1.158 -1.424 21.787
Si 4.356 1.778 21.824
Si 1.226 4.41 21.942
Si 4.512 6.951 21.781
Si 1.727 -6.482 21.793
Si 3.974 -4.284 21.806
Si 7.12 -1.088 21.619
Si 9.142 1.306 21.683
Si 6.675 3.857 21.492
Si 10.171 7.161 21.609
Si 6.629 -7.027 21.793
Si 9.676 -3.7 21.656
Si 12.918 -0.729 21.481
Si 15.039 1.423 21.062
Si 12.539 4.49 21.365
Si 14.739 -9.636 21.542
Si 12.217 -6.773 21.472
Si 15.348 -3.648 21.492
Si 11.655 -2.412 23.674
Si 20.146 7.874 -7.206
Si 10.142 -7.646 -6.979
Si 8.311 -0.38 -2.426
Si 10.357 -0.249 -4.457
Si 8.042 -5.323 23.77
Si 15.541 3.463 26.231
Si 2.393 0.565 23.953
Si 12.9 4.831 26.068
Si 19.611 -6.898 -4.684
Si 12.897 -7.248 -2.634
Si 23.495 1.935 -4.718
Si 6.114 -4.028 -4.258
Si -5.181 -2.597 23.864
Si 8.902 3.944 -6.973
Si 17.327 1.969 -3.667
Si 16.586 4.422 -5.058
Si 14.472 6.722 -2.737
Si 23.387 -4.155 -4.333
Si 8.529 3.536 23.715
Si 2.965 5.981 24.092
Si 13.51 -4.928 23.653
Si 13.251 -3.22 -5.332
Si 6.001 -3.048 23.897
Si 9.315 2.694 -4.383
Si 17.892 -4.401 -3.776
Si 10.976 5.09 23.727
Si 15.316 7.786 -5.313
Si 18.108 0.56 -6.192
Si 6.723 6.032 -4.314
Si 12.897 7.843 -7.019
Si 14.107 -5.97 -5.982
Si 15.709 -5.686 -2.199
Si 11.319 4.266 -2.938
Si 18.093 -2.538 -6.149
Si 19.151 2.735 -1.726
Si 22.209 4.574 -4.632
Si 15.501 -1.708 26.182
Si 12.904 -1.005 -3.155
Si 18.082 7.031 -5.379
Si 6.593 -1.184 -4.697
Si 7.691 -3.186 -6.675
Si 7.774 6.72 -7.159
Si 15.486 -3.717 -7.2
Si 10.042 -6.445 25.98
Si 14 4.065 -3.905
Si 1.484 -7.721 24.612
Si 10.202 -6.908 -4.064
Si 9.332 6.643 -2.831
Si 18.893 -2.517 -1.691
Si 6.597 3.199 -5.295
Si 14.769 1.346 -2.577
Si 8.08 -5.439 -2.297
Si 10.568 -2.296 -6.759
Si 17.279 -1.032 0.051
Si 20.466 1.034 0.343
Si 17.311 4.225 0.196
Si 19.936 7.089 -0.008
Si 17.651 -7.091 -0.104
Si 20.372 12.362 0.25
Si 22.645 -1.184 0.088
Si 25.375 1.64 -0.129
Si 23.258 3.957 0.014
Si 25.387 7.041 0.035
Si 23.181 9.314 -0.127
Si 26.083 12.176 -0.11
Si 28.966 -1.351 -0.292
Si 31.781 1.188 -0.105
Si 28.487 4.07 0.171
Si 31.354 6.524 0.167
Si 28.247 9.892 -0.022
Si 30.945 12.557 -0.009
Si 18.866 -0.09 1.541
Si 21.688 2.762 1.324
Si 18.914 5.468 1.364
Si 21.607 8.196 1.249
Si 18.929 10.781 1.208
Si 21.703 -2.681 1.613
Si 24.349 0.008 1.206
Si 27.02 2.677 1.27
Si 24.357 5.467 1.409
Si 27.107 8.212 1.182
Si 24.393 10.983 1.106
Si 27.284 -2.526 1.089
Si 30.067 0.106 1.161
Si 32.699 2.735 1.388
Si 29.771 5.496 1.499
Si 32.624 8.148 1.323
Si 29.821 11.001 1.326
Si 32.67 -2.68 1.197
Si 17.575 1.38 2.816
Si 20.32 4.116 2.667
Si 17.59 6.806 2.774
Si 20.3 9.533 2.655
Si 17.608 12.209 2.604
Si 20.243 -1.397 2.88
Si 23.043 1.369 2.659
Si 25.781 4.107 2.681
Si 22.942 6.831 2.659
Si 25.739 9.6 2.531
Si 23.156 12.228 2.684
Si 25.83 -1.305 2.498
Si 28.55 1.358 2.519
Si 31.229 4.057 2.688
Si 28.443 6.948 2.68
Si 31.268 9.599 2.583
Si 28.501 12.405 2.624
Si 31.34 -1.304 2.594
Si 16.169 0.009 4.09
Si 18.971 2.77 4.061
Si 16.172 5.462 4.077
Si 18.973 8.185 4.06
Si 16.215 10.905 3.996
Si 18.893 -2.806 4.1
Si 21.679 0.041 4.053
Si 24.423 2.725 4.007
Si 21.655 5.463 4.041
Si 24.395 8.213 3.921
Si 21.703 10.892 3.987
Si 24.52 -2.677 3.943
Si 27.198 0.011 3.901
Si 29.865 2.693 3.977
Si 27.149 5.492 3.997
Si 29.911 8.251 3.962
Si 27.132 10.958 3.909
Si 29.952 -2.644 3.957
Si 17.73 -1.327 16.06
Si 20.451 1.387 16.092
Si 17.697 4.147 16.104
Si 20.403 6.829 16.161
Si 17.713 9.502 16.129
Si 20.406 -4.077 16.099
Si 23.128 -1.374 16.071
Si 25.803 1.406 15.997
Si 23.111 4.073 16.131
Si 25.889 6.782 16.125
Si 23.119 9.505 16.077
Si 25.826 -4.104 16.076
Si 28.581 -1.366 15.939
Si 31.306 1.398 16.075
Si 28.582 4.122 16.07
Si 31.301 6.811 16.044
Si 28.553 9.499 16.05
Si 31.308 -4.092 15.999
Si 19.132 -0.011 17.408
Si 21.752 2.728 17.526
Si 19.028 5.477 17.513
Si 21.79 8.188 17.5
Si 19.112 10.825 17.458
Si 21.774 -2.732 17.446
Si 24.489 0.032 17.357
Si 27.13 2.785 17.339
Si 24.514 5.404 17.461
Si 27.273 8.13 17.484
Si 24.438 10.858 17.436
Si 27.287 -2.741 17.305
Si 29.873 -0.001 17.308
Si 32.677 2.772 17.429
Si 29.963 5.472 17.429
Si 32.645 8.16 17.408
Si 29.908 10.897 17.336
Si 32.659 -2.693 17.295
Si 17.818 1.394 18.699
Si 20.355 4.117 18.891
Si 17.681 -9.523 18.935
Si 20.463 9.523 18.931
Si 17.717 -4.104 18.692
Si 20.456 -1.362 18.822
Si 23.139 1.298 18.813
Si 25.838 4.044 18.859
Si 23.168 6.777 18.78
Si 25.85 9.516 18.736
Si 23.047 -4.145 18.823
Si 25.956 -1.331 18.557
Si 28.461 1.381 18.586
Si 31.342 4.163 18.798
Si 28.655 6.762 18.892
Si 31.214 9.536 18.686
Si 28.613 -4.058 18.731
Si 31.22 -1.396 18.611
Si 16.389 0.003 19.85
Si 19.04 2.664 20.247
Si 16.288 5.413 20.267
Si 19.076 -8.17 20.268
Si 32.676 10.949 19.794
Si 19.088 -2.814 20.039
Si 21.829 -0.077 20.243
Si 24.502 2.619 20.207
Si 21.819 5.476 20.166
Si 24.574 8.072 20.11
Si 21.762 10.871 20.427
Si 24.603 -2.703 19.791
Si 27.187 0.022 20.008
Si 29.843 2.717 19.858
Si 27.225 5.371 20.23
Si 30.021 8.208 20.237
Si 27.24 10.905 20.035
Si 29.958 -2.725 20.112
Si 17.527 -1.545 21.151
Si 20.75 1.597 21.523
Si 17.205 3.554 21.464
Si 20.484 -9.543 21.595
Si 17.947 -6.498 21.491
Si 20.096 -4.22 21.664
Si 23.5 -1.389 21.301
Si 25.584 0.929 21.485
Si 22.937 3.855 21.437
Si 26.127 7.006 21.517
Si 23.57 9.656 21.463
Si 25.641 -4.196 21.234
Si 28.826 -1.016 21.278
Si 30.986 1.195 21.124
Si 28.706 3.991 21.418
Si 31.848 7.35 21.514
Si 28.285 9.325 21.362
Si 31.69 -3.865 21.246
Si 27.4 -3.94 25.786
Si 41.345 6.282 -2.899
Si 28.316 -4.111 -4.181
Si 21.666 -2.858 -2.115
Si 27.345 0.856 -7.055
Si 22.945 5.595 25.743
Si 34.773 -5.422 -7.201
Si 20.197 -2.705 24.492
Si 34.975 1.855 -4.817
Si 32.269 -6.641 -3.894
Si 30.237 2.853 -1.843
Si 31.708 -6.084 -6.913
Si 16.964 0.92 25.393
Si 13.149 -6.108 26.31
Si 17.66 -4.035 25.957
Si 35.433 -3.349 -5.018
Si 35.741 -0.65 -5.87
Si 30.981 5.825 -2.652
Si 35.265 3.257 -2.144
Si 24.876 5.068 23.593
Si 18.541 5.315 23.446
Si 28.802 -6.168 24.223
Si 23.048 -2.066 25.767
Si 23.4 -6.366 24.41
Si 21.346 7.897 24.28
Si 35.066 -3.023 -1.948
Si 26.974 2.669 23.617
Si 23.772 7.261 -4.603
Si 32.337 2.799 -6.315
Si 26.378 6.002 -4.804
Si 24.1 -3.385 23.457
Si 29.494 -6.544 -2.829
Si 32.938 -5.095 -1.785
Si 28.71 7.235 -3.889
Si 30.174 0.603 -5.577
Si 30.869 -4.268 23.994
Si 28.738 -1.997 24.028
Si 29.597 -0.339 26.31
Si 21.218 5.068 -1.925
Si 32.639 5.719 -6.267
Si 21.166 0.697 -6.149
Si 18.18 4.903 26.35
Si 33.628 6.917 -3.715
Si 26.906 -4.704 -6.483
Si 29.585 -3.826 -6.896
Si 25.762 0.353 -3.031
Si 16.655 7.883 23.569
Si 19.106 -0.013 23.448
Si 22.399 -6.857 -3.147
Si 37.528 6.395 -5.873
Si 17.161 -6.981 26.204
Si 26.988 5.633 -2.129
Si 25.839 -2.807 -2.958
Si 28.717 0.5 -2.977
Si 33.921 -1.072 0.01
Si 36.658 1.332 0.041
Si 33.741 4.387 0.138
Si 36.58 7.085 -0.156
Si 34.277 9.228 0.077
Si 37.117 12.012 -0.136
Si 39.841 -1.375 0.013
Si 42.287 1.345 0.419
Si 39.965 3.382 0.077
Si 42.601 6.207 -0.04
Si 39.421 9.847 -0.346
Si 41.934 12.625 -0.06
Si 44.474 -0.805 -0.195
Si 48.082 0.994 -0.008
Si 44.897 4.126 0.059
Si 48.087 6.559 0.081
Si 45.01 9.541 0.215
Si 47.914 11.674 -0.031
Si 35.323 0.082 1.459
Si 38.223 2.514 1.356
Si 35.487 5.486 1.231
Si 38.282 8.194 1.028
Si 35.516 10.868 1.211
Si 38.192 -2.649 1.173
Si 40.91 -0.056 1.597
Si 43.737 2.731 1.536
Si 40.963 5.193 1.276
Si 43.669 7.923 1.225
Si 40.9 10.911 1.173
Si 43.634 -2.619 1.153
Si 46.293 -0.004 1.179
Si 49.201 2.595 1.308
Si 46.424 5.4 1.298
Si 49.203 8.14 1.401
Si 46.444 10.762 1.546
Si 48.897 -2.896 1.308
Si 34.021 1.433 2.8
Si 36.854 4.06 2.554
Si 34.052 6.778 2.642
Si 36.897 9.489 2.54
Si 34.073 12.244 2.51
Si 36.793 -1.365 2.601
Si 39.494 1.27 2.853
Si 42.289 4.029 2.812
Si 39.578 6.749 2.444
Si 42.28 9.449 2.474
Si 39.53 12.253 2.579
Si 42.346 -1.449 2.761
Si 45.108 1.312 2.742
Si 47.782 3.983 2.639
Si 45.045 6.708 2.694
Si 47.807 9.403 2.825
Si 44.99 12.293 2.584
Si 47.571 -1.452 2.608
Si 32.652 0.012 4.034
Si 35.483 2.775 4.013
Si 32.671 5.42 3.978
Si 35.471 8.163 3.916
Si 32.702 10.915 3.904
Si 35.421 -2.742 3.923
Si 38.118 -0.1 4.091
Si 40.901 2.668 4.111
Si 38.205 5.449 3.893
Si 40.917 8.117 3.871
Si 38.193 10.866 3.939
Si 40.919 -2.806 4.021
Si 43.689 -0.037 4.067
Si 46.437 2.687 4.078
Si 43.668 5.41 4.091
Si 46.371 8.066 4.091
Si 43.623 10.837 3.882
Si 46.299 -2.752 4.061
Si 34.066 -1.305 16.067
Si 36.786 1.328 16.143
Si 34.018 4.065 16.013
Si 36.785 6.778 16.094
Si 34.03 9.516 16.073
Si 36.813 -4.073 16.126
Si 39.512 -1.372 16.239
Si 42.238 1.326 16.289
Si 39.503 4.068 16.191
Si 42.206 6.768 16.249
Si 39.513 9.54 16.202
Si 42.189 -4.083 16.321
Si 44.889 -1.401 16.328
Si 47.662 1.315 16.334
Si 44.931 4.042 16.291
Si 47.666 6.798 16.32
Si 44.925 9.492 16.292
Si 47.647 -4.106 16.367
Si 35.422 -0.014 17.517
Si 38.128 2.7 17.502
Si 35.365 5.406 17.351
Si 38.17 8.1 17.461
Si 35.434 10.856 17.393
Si 38.113 -2.718 17.568
Si 40.897 -0.065 17.642
Si 43.565 2.706 17.682
Si 40.842 5.404 17.606
Si 43.538 8.134 17.621
Si 40.776 10.913 17.674
Si 43.532 -2.746 17.744
Si 46.232 -0.022 17.67
Si 49.082 2.657 17.668
Si 46.296 5.411 17.628
Si 49.002 8.153 17.736
Si 46.264 10.826 17.698
Si 48.992 -2.701 17.728
Si 34.03 1.403 18.768
Si 36.659 4.053 18.745
Si 34.028 6.753 18.7
Si 36.772 9.438 18.73
Si 34.085 -3.99 18.61
Si 36.749 -1.39 18.948
Si 39.521 1.367 18.871
Si 42.191 4.08 19.026
Si 39.445 6.754 18.927
Si 42.125 9.474 18.966
Si 39.385 -4.01 19.063
Si 42.192 -1.387 19.173
Si 44.921 1.354 19.065
Si 47.706 4.051 18.94
Si 44.914 6.771 18.97
Si 47.632 9.52 19.105
Si 44.869 -4.185 19.072
Si 47.526 -1.392 19.058
Si 32.543 0.02 19.879
Si 35.339 2.743 20.19
Si 32.709 5.538 20.208
Si 35.419 8.061 20.036
Si 49.008 10.964 20.388
Si 35.287 -2.751 20.234
Si 38.141 0.047 20.219
Si 40.817 2.699 20.342
Si 37.956 5.397 20.138
Si 40.755 8.113 20.338
Si 37.93 10.809 20.204
Si 40.722 -2.684 20.598
Si 43.606 0.037 20.522
Si 46.38 2.714 20.315
Si 43.565 5.442 20.384
Si 46.239 8.102 20.395
Si 43.448 10.789 20.411
Si 46.218 -2.844 20.445
Si 33.609 -1.442 21.281
Si 36.932 1.595 21.47
Si 34.237 4.32 21.542
Si 36.436 6.54 21.542
Si 33.982 9.538 21.06
Si 36.14 -4.627 21.463
Si 39.629 -0.87 21.801
Si 41.995 1.24 21.8
Si 39.068 3.823 21.429
Si 42.388 7.025 21.677
Si 39.455 9.669 21.565
Si 41.768 -4.493 21.739
Si 44.858 -1.52 21.817
Si 47.896 1.598 21.754
Si 45.225 4.268 21.584
Si 47.376 6.502 21.698
Si 44.632 9.205 21.716
Si 47.876 -3.86 21.829
Si 43.505 -3.344 23.829
Si -45.127 7.606 -4.883
Si 45.586 5.218 -6.083
Si 37.876 -2.037 -4.378
Si 44.494 -0.969 -3.283
Si 38.153 7.939 23.806
Si -42.927 -7.445 -6.705
Si 35.279 -0.259 23.402
Si 40.351 5.735 23.641
Si 48.016 -6.662 -4.311
Si 48.373 -3.819 -5.085
Si -47.91 -1.39 -5.047
Si 40.179 -2.167 -6.079
Si 38.054 1.976 -4.386
Si 39.602 0.763 -6.811
Si -46.879 1.28 -4.21
Si 36.95 -6.934 26.377
Si -46.522 3.66 -2.728
Si -44.636 0.107 -2.845
Si 44.029 2.284 23.802
Si 42.083 -5.559 -5.438
Si 46 -5.284 23.887
Si 42.992 6.357 -6.998
Si 44.659 1.886 -4.186
Si 41.713 2.879 -6.966
Si 47.722 7.558 -6.593
Si 45.444 3.017 26.25
Si 41.242 -7.116 -2.942
Si 48.275 -2.058 -7.179
Si 40.167 5.445 -7.224
Si 36.433 -3.122 24.031
Si 48.795 7.218 -2.719
Si 46.113 -5.641 -2.188
Si 35.977 -0.207 26.175
Si -45.521 -3.138 -4.729
Si -46.302 7.863 -2.128
Si -44.07 4.675 -4.183
Si -37.899 -4.277 -5.108
Si 39.678 3.929 -2.822
Si -47.313 6.381 -6.811
Si 29.171 7.338 25.287
Si 31.959 1.853 26.239
Si 42.314 3.739 -3.946
Si 38.473 -1.276 24.745
Si 45.907 -2.369 -5.446
Si 47.646 4.705 -4.093
Si 30.492 5.515 23.334
Si 32.235 3.009 23.455
Si 36.464 5.976 -2.946
Si -46.035 -2.664 -2.024
Si 38.122 -0.238 -2.08
Si 46.709 2.733 -2.17
Si 43.357 -5.416 -1.724
Si 43.008 -2.761 -5.053
Si 50.111 -1.397 0.055
Si 53.505 0.901 -0.031
Si 50.331 4.316 0.17
Si 53.419 6.426 0.018
Si 50.376 9.711 0.07
Si 53.518 12.039 0.153
Si 55.896 -1.123 0.392
Si -39.055 1.306 0.034
Si 55.536 4.097 0.002
Si -39.062 6.673 0.006
Si 55.613 9.728 0.048
Si -39.215 11.946 -0.002
Si -37.125 -1.203 -0.24
Si -33.897 1.125 -0.446
Si -36.722 4.579 -0.06
Si -33.518 6.554 -0.02
Si -36.967 9.732 -0.036
Si -33.655 12.11 -0.125
Si 51.807 -0.184 1.228
Si 54.416 2.612 1.379
Si 51.871 5.425 1.488
Si 54.509 8.082 1.305
Si 51.864 10.909 1.399
Si 54.676 -2.781 1.507
Si -40.567 0.207 1.531
Si -37.796 2.835 1.229
Si -40.694 5.37 1.166
Si -37.955 8.169 1.422
Si -40.714 10.812 1.387
Si -38.084 -2.733 1.268
Si -35.301 -0.127 1.002
Si -32.536 2.578 1.02
Si -35.169 5.549 1.344
Si -32.517 8.192 1.313
Si -35.287 10.924 1.159
Si -32.434 -2.669 1.171
Si 50.529 1.234 2.666
Si 53.131 3.966 2.79
Si 50.517 6.802 2.799
Si 53.164 9.443 2.716
Si 50.412 12.221 2.705
Si 53.165 -1.436 2.711
Si -42.048 1.437 2.813
Si -39.296 4.081 2.6
Si -42 6.733 2.636
Si -39.359 9.471 2.754
Si -41.954 12.17 2.841
Si -39.315 -1.364 2.742
Si -36.513 1.326 2.521
Si -33.856 3.978 2.534
Si -36.538 6.852 2.743
Si -33.965 9.539 2.61
Si -36.624 12.262 2.595
Si -33.913 -1.382 2.496
Si 49.049 -0.096 3.954
Si 51.782 2.61 4.118
Si 49.103 5.372 4.038
Si 51.839 8.149 4.155
Si 49.129 10.835 4.113
Si 51.78 -2.756 4.078
Si -43.406 -0.032 4.073
Si -40.635 2.784 4.084
Si -43.364 5.384 4.043
Si -40.7 8.085 4.082
Si -43.391 10.8 4.096
Si -40.64 -2.725 4.141
Si -37.886 0.01 3.99
Si -35.21 2.667 3.967
Si -37.952 5.432 4.009
Si -35.23 8.205 4.092
Si -37.961 10.89 4.021
Si -35.242 -2.72 3.959
Si 50.377 -1.38 16.356
Si 53.081 1.317 16.349
Si 50.405 4.049 16.32
Si 53.067 6.76 16.305
Si 50.341 9.521 16.349
Si 53.103 -4.086 16.368
Si -42.147 -1.415 16.338
Si -39.376 1.316 16.345
Si -42.115 4.065 16.348
Si -39.398 6.808 16.308
Si -42.117 9.522 16.318
Si -39.388 -4.097 16.316
Si -36.668 -1.373 16.384
Si -33.942 1.304 16.397
Si -36.693 4 16.286
Si -33.958 6.777 16.427
Si -36.667 9.503 16.394
Si -33.919 -4.098 16.449
Si 51.767 -0.071 17.752
Si 54.416 2.705 17.693
Si 51.733 5.415 17.719
Si 54.417 8.138 17.623
Si 51.684 10.914 17.698
Si 54.429 -2.727 17.791
Si -40.751 -0.081 17.645
Si -38.021 2.683 17.709
Si -40.745 5.463 17.672
Si -38.1 8.176 17.715
Si -40.796 10.932 17.675
Si -38.013 -2.783 17.697
Si -35.319 -0.013 17.769
Si -32.619 2.639 17.816
Si -35.379 5.346 17.647
Si -32.58 8.135 17.821
Si -35.279 10.84 17.767
Si -32.596 -2.759 17.905
Si 50.419 1.291 19.088
Si 53.098 4.079 19.116
Si 50.367 6.774 19.092
Si 53.03 9.474 18.966
Si 50.405 -3.982 19.118
Si 53.088 -1.395 19.233
Si 55.794 1.282 18.952
Si -39.392 4.08 19.01
Si 55.798 6.844 19.002
Si -39.459 9.625 19.046
Si 55.795 -4.085 19.146
Si -39.435 -1.48 19.016
Si -36.673 1.353 19.127
Si -34.08 4.012 19.073
Si -36.775 6.684 18.959
Si -33.933 9.501 19.173
Si -36.618 -4.089 19.092
Si -34.015 -1.362 19.193
Si 48.908 -0.017 20.369
Si 51.798 2.636 20.493
Si 48.996 5.374 20.396
Si 51.751 8.133 20.428
Si -32.642 10.833 20.686
Si 51.698 -2.664 20.714
Si 54.58 -0.046 20.473
Si 57.141 2.677 20.226
Si 54.549 5.462 20.422
Si 56.957 8.389 20.355
Si 54.287 10.879 20.338
Si 57.217 -2.798 20.553
Si -38.068 -0.107 20.303
Si -35.431 2.763 20.58
Si -38.185 5.478 20.452
Si -35.315 7.954 20.244
Si -37.998 10.902 20.412
Si -35.351 -2.743 20.571
Si 49.946 -1.467 21.853
Si 53.55 1.601 21.756
Si 50.154 3.788 21.705
Si 53.388 7.013 21.734
Si 50.567 9.775 21.626
Si 52.837 -4.421 21.871
Si 56.22 -1.1 21.864
Si 58.332 1.158 21.488
Si 55.751 3.845 21.677
Si 58.417 7.132 21.566
Si 55.349 9.454 21.823
Si 58.842 -3.933 21.875
Si -37 -1.573 21.779
Si -33.778 1.627 21.844
Si -36.612 4.431 21.859
Si -34.254 6.501 21.787
Si -36.959 9.062 21.387
Si -33.796 -3.864 21.966
Si -35.744 0.478 23.92
Si -31.137 -7.314 -3.046
Si -40.337 7.458 -6.835
Si -40.532 -2.47 -2.029
Si -39.784 2.046 -4.982
Si -33.854 -2.848 -2.949
Si -42.284 4.736 26.352
Si -47.628 -0.035 24.659
Si -36.044 -1.499 25.896
Si -42.256 0.383 26.333
Si -37.884 -2.128 -3.112
Si -31.987 -0.598 -2.413
Si 48.205 1.869 26.061
Si -43.226 3.398 -6.796
Si -40.421 4.749 -6.08
Si -38.993 -5.322 24.597
Si -43.054 -4.904 24.155
Si -35.302 3.202 -2.408
Si -29.773 3.937 -2.822
Si -40.785 5.542 23.912
Si -45.297 3.867 25.899
Si -34.646 -4.009 24.886
Si -46.393 5.666 23.809
Si -35.237 3.267 -6.768
Si -36.795 1.863 -4.62
Si -30.177 -4.988 -4.916
Si -38.005 2.624 23.842
Si -36.277 -7.285 -2.987
Si -30.838 1.466 -4.512
Si 46.229 0.088 23.938
Si -41.64 -2.189 24.848
Si -30.686 5.041 -5.285
Si -40.004 2.438 26.294
Si -33.815 7.393 -3.051
Si -38.552 6.604 25.237
Si -38.706 -2.707 25.959
Si -27.042 6.83 -5.205
Si -27.278 -5.255 -5.121
Si -41.232 5.47 -3.316
Si -32.476 2.165 -7.165
Si -42.339 -2.002 -6.844
Si -42.749 -1.867 -3.903
Si -47.764 3.864 -5.318
Si -35.028 -5.132 -4.582
Si -36.873 -7.634 24.118
Si -35.604 -0.918 -4.544
Si -41.703 0.937 -7.111
Si -44.912 1.176 24.716
Si -40.701 8.198 -2.193
Si -28.806 -0.208 -5.988
Si -48.638 7.902 23.732
Si -40.618 2.987 -2.15
Si -38.997 -7.113 -4.569
Si -33.618 4.624 -4.559
Si -30.616 -1.6 -0.018
Si -27.991 1.142 0.039
Si -31.276 4.315 -0.007
Si -28.299 6.473 0.064
Si -31.485 9.811 -0.042
Si -28.598 12.323 0.09
Si -25.938 -1.267 0.223
Si -22.612 1.064 0.109
Si -26.058 4.221 0.178
Si -23.402 6.966 0.025
Si -25.495 9.332 0.141
Si -22.841 12.016 0.219
Si -20.608 -1.347 0.258
Si -17.898 1.624 0.108
Si -20.03 3.871 0.227
Si -17.716 6.553 0.255
Si -20.584 9.784 0.087
Si -17.538 11.994 0.186
Si -29.676 0.033 1.323
Si -27.105 2.685 1.55
Si -29.846 5.42 1.462
Si -27.175 8.147 1.301
Si -29.875 10.842 1.343
Si -27.095 -2.831 1.481
Si -24.348 0.002 1.371
Si -21.646 2.702 1.457
Si -24.429 5.379 1.386
Si -21.701 8.07 1.284
Si -24.4 10.85 1.509
Si -21.763 -2.789 1.619
Si -19.014 -0.024 1.392
Si -16.323 2.809 1.369
Si -18.991 5.327 1.722
Si -16.404 8.215 1.311
Si -19.061 10.852 1.512
Si -16.338 -2.67 1.348
Si -31.207 1.329 2.564
Si -28.545 4.019 2.821
Si -31.187 6.847 2.738
Si -28.518 9.478 2.697
Si -31.205 12.264 2.668
Si -28.433 -1.374 2.772
Si -25.695 1.324 2.808
Si -23.066 4.047 2.761
Si -25.835 6.76 2.724
Si -23.018 9.433 2.774
Si -25.769 12.174 2.853
Si -23.121 -1.367 2.856
Si -20.329 1.321 2.832
Si -17.586 4.011 2.956
Si -20.428 6.783 2.806
Si -17.693 9.494 2.809
Si -20.36 12.206 2.905
Si -17.656 -1.34 2.761
Si -32.579 -0.03 3.936
Si -29.931 2.647 4.081
Si -32.562 5.384 3.986
Si -29.843 8.156 4.12
Si -32.584 10.884 4.002
Si -29.856 -2.729 4.078
Si -27.092 -0.035 4.145
Si -24.403 2.71 4.165
Si -27.165 5.408 4.127
Si -24.455 8.103 4.109
Si -27.182 10.816 4.122
Si -24.459 -2.746 4.203
Si -21.728 -0.015 4.182
Si -19.007 2.663 4.235
Si -21.768 5.42 4.16
Si -19.052 8.138 4.164
Si -21.728 10.81 4.195
Si -18.996 -2.699 4.171
Si -31.24 -1.432 16.492
Si -28.55 1.287 16.503
Si -31.276 4.037 16.467
Si -28.578 6.742 16.44
Si -31.246 9.505 16.46
Si -28.545 -4.131 16.528
Si -25.914 -1.451 16.461
Si -23.162 1.28 16.388
Si -25.853 3.995 16.43
Si -23.152 6.741 16.456
Si -25.865 9.468 16.488
Si -23.189 -4.164 16.414
Si -20.447 -1.455 16.401
Si -17.715 1.303 16.386
Si -20.434 4.023 16.395
Si -17.762 6.697 16.356
Si -20.482 9.4 16.354
Si -17.749 -4.181 16.333
Si -29.865 -0.121 17.888
Si -27.192 2.675 17.852
Si -29.926 5.403 17.839
Si -27.234 8.082 17.821
Si -29.934 10.862 17.898
Si -27.203 -2.792 17.956
Si -24.514 -0.096 17.739
Si -21.82 2.667 17.722
Si -24.481 5.322 17.795
Si -21.801 8.106 17.826
Si -24.52 10.848 17.865
Si -21.801 -2.85 17.758
Si -19.078 -0.081 17.727
Si -16.324 2.648 17.727
Si -19.074 5.34 17.791
Si -16.411 8.079 17.649
Si -19.105 10.728 17.669
Si -16.368 -2.805 17.612
Si -31.233 1.26 19.188
Si -28.58 4.044 19.217
Si -31.267 6.767 19.235
Si -28.588 9.439 19.212
Si -31.237 -4.081 19.368
Si -28.552 -1.459 19.388
Si -25.777 1.282 19.147
Si -23.106 3.985 19.191
Si -25.872 6.657 19.114
Si -23.148 9.504 19.214
Si -25.826 -4.145 19.35
Si -23.202 -1.503 19.084
Si -20.475 1.296 19.031
Si -17.665 3.947 19.112
Si -20.458 6.68 19.157
Si -17.813 9.328 19.033
Si -20.455 -4.301 19.054
Si -17.698 -1.514 18.995
Si -32.661 -0.01 20.564
Si -29.889 2.613 20.569
Si -32.722 5.35 20.42
Si -29.921 8.112 20.671
Si -16.487 10.714 20.297
Si -29.898 -2.746 20.931
Si -27.072 -0.051 20.578
Si -24.394 2.584 20.561
Si -27.196 5.384 20.594
Si -24.52 8.02 20.416
Si -27.234 10.751 20.628
Si -24.384 -2.781 20.699
Si -21.826 -0.118 20.329
Si -19.054 2.532 20.41
Si -21.754 5.311 20.596
Si -19.101 8.021 20.528
Si -21.735 10.814 20.636
Si -19.054 -2.937 20.28
Si -31.657 -1.502 22.101
Si -28.208 1.537 21.862
Si -31.561 3.798 21.703
Si -28.284 6.988 21.977
Si -31.104 9.655 22.056
Si -28.751 -4.539 22.133
Si -25.453 -1.098 21.965
Si -23.154 1.018 21.874
Si -25.999 3.754 21.803
Si -23.012 6.914 21.812
Si -26.008 9.128 21.819
Si -22.677 -3.826 22.036
Si -20.48 -1.602 21.48
Si -18.205 0.657 21.611
Si -20.023 4.173 21.768
Si -17.884 6.495 21.855
Si -20.711 9.08 21.884
Si -17.781 -4.283 21.689
Si -20.927 -2.084 26.003
Si -11.213 -8.021 -5.545
Si -16.325 -4.448 -6.619
Si -25.871 -2.266 -2.705
Si -22.345 1.47 -2.947
Si -24.36 -5.628 24.094
Si -18.242 0.898 24.443
Si -28.492 0.703 24.831
Si -10.73 0.036 -1.99
Si -13.204 -0.095 -6.758
Si -18.814 -2.514 -1.774
Si -16.774 -0.368 -1.873
Si -28.275 -2.79 -4.292
Si -23.173 4.637 -5.31
Si -28.59 7.716 -2.675
Si -18.212 -1.216 -4.327
Si -19.593 1.458 -4.5
Si -18.254 5.161 -4.471
Si -14.338 2.904 -2.434
Si -24.284 5.196 24.049
Si -30.245 5.614 23.999
Si -18.995 -6 24.051
Si -28.766 3.693 26.018
Si -27.107 -4.289 24.918
Si -24.74 2.415 -4.408
Si -14.681 -6.063 -2.825
Si -20.97 2.09 23.941
Si -22.526 6.566 -2.895
Si -25.815 4.526 26.377
Si -24.612 6.606 -6.938
Si -26.265 -1.437 24.958
Si -16.674 2.666 -4.426
Si -23.636 -4.171 -2.722
Si -17.664 7.905 -4.263
Si -22.101 3.971 25.806
Si -19.804 -6.761 -3.003
Si -14.883 7.802 -4.363
Si -14.655 4.077 24.66
Si -27.006 2.866 -2.283
Si -23.466 -0.781 26.37
Si -34.676 -8.006 26.344
Si -24.458 -5.596 -6.289
Si -20.382 3.651 -6.239
Si -17.409 -5.633 -4.145
Si -15.099 2.366 -7.129
Si -24.082 -0.411 -4.465
Si -32.498 7.769 24.164
Si -31.261 -0.438 25.098
Si -27.275 -5.921 -2.012
Si -12.319 -3.982 -3.051
Si -27.973 4.124 -6.387
Si -19.721 5.962 -1.903
Si -22.8 -6.835 -3.915
Si -22.996 -3.035 -5.383
Si -14.766 -1.483 0.031
Si -12.534 1.573 -0.097
Si -15.365 4.512 -0.024
Si -12.011 6.663 -0.118
Si -15.209 9.866 0.087
Si -12.473 12.656 -0.041
Si -9.351 -1.589 0.063
Si -6.63 1.309 0.079
Si -9.775 4.407 0.044
Si -7.075 7.095 0.22
Si -9.402 -7.027 0.167
Si -7.06 -3.71 0.17
Si -4.518 -1.038 -0.066
Si -1.331 1.059 0.129
Si -3.856 4.31 0.353
Si -1.89 7.244 0.251
Si -4.043 -6.825 0.306
Si -1.232 -4.323 0.043
Si -13.643 0.079 1.355
Si -11.117 2.921 1.291
Si -13.672 5.58 1.229
Si -11.026 8.2 1.389
Si -13.586 11.006 1.325
Si -10.931 -2.65 1.415
Si -8.272 0.134 1.302
Si -5.338 2.77 1.396
Si -8.187 5.44 1.435
Si -5.543 8.244 1.554
Si -8.247 -5.359 1.368
Si -5.528 -2.554 1.442
Si -2.87 -0.094 1.398
Si -0.17 2.657 1.446
Si -2.763 5.684 1.792
Si -0.073 8.247 1.322
Si -2.783 -5.308 1.5
Si -0.104 -2.704 1.338
Si -14.989 1.422 2.726
Si -12.377 4.24 2.723
Si -14.994 6.895 2.679
Si -12.32 9.603 2.731
Si -14.969 12.311 2.736
Si -12.269 -1.253 2.746
Si -9.686 1.49 2.619
Si -6.791 4.096 2.746
Si -9.593 6.849 2.752
Si -6.913 -6.676 2.816
Si -9.612 12.273 2.768
Si -6.925 -1.202 2.768
Si -4.105 1.364 2.795
Si -1.391 4.12 2.853
Si -4.247 6.938 3.006
Si -1.421 -6.743 2.786
Si -4.163 -3.934 2.789
Si -1.485 -1.416 2.752
Si -16.322 0.038 4.12
Si -13.644 2.794 4.098
Si -16.254 5.495 4.155
Si -13.661 8.227 4.096
Si -16.317 10.91 4.109
Si -13.622 -2.651 4.106
Si -10.919 0.107 4.09
Si -8.247 2.764 4.044
Si -10.963 5.517 4.115
Si -8.258 8.229 4.135
Si -10.946 10.913 4.13
Si -8.244 -2.642 4.102
Si -5.528 0.082 4.156
Si -2.782 2.756 4.163
Si -5.564 5.467 4.222
Si -2.783 8.285 4.218
Si -5.516 -5.328 4.137
Si -2.808 -2.672 4.197
Si -14.981 -1.36 16.386
Si -12.314 1.387 16.422
Si -14.959 4.036 16.399
Si -12.264 6.792 16.419
Si -15.008 9.495 16.381
Si -12.279 -4.063 16.398
Si -9.56 -1.313 16.39
Si -6.857 1.408 16.427
Si -9.58 4.144 16.418
Si -6.842 6.869 16.413
Si -9.553 9.578 16.392
Si -6.823 -4.009 16.436
Si -4.131 -1.273 16.422
Si -1.388 1.447 16.432
Si -4.122 4.189 16.394
Si -1.347 6.887 16.424
Si -4.103 9.635 16.416
Si -1.383 -3.993 16.442
Si -13.661 0.013 17.807
Si -10.965 2.783 17.76
Si -13.599 5.387 17.781
Si -10.88 8.179 17.739
Si -13.646 10.874 17.735
Si -10.917 -2.672 17.74
Si -8.223 0.021 17.789
Si -5.524 2.852 17.728
Si -8.243 5.537 17.783
Si -5.482 8.271 17.735
Si -8.223 -5.362 17.769
Si -5.472 -2.626 17.811
Si -2.787 0.108 17.778
Si -0.014 2.805 17.806
Si -2.706 5.503 17.754
Si -0.004 -8.027 17.794
Si -2.735 -5.351 17.823
Si -0.015 -2.619 17.798
Si -15.049 1.34 19.202
Si -12.211 4.124 19.252
Si -15.073 6.74 18.991
Si -12.236 9.528 19.056
Si -15.102 -4.133 19.04
Si -12.289 -1.375 19.125
Si -9.66 1.371 19.08
Si -6.935 4.142 19.115
Si -9.541 6.913 19.209
Si -6.903 9.567 19.116
Si -9.535 -3.945 19.14
Si -6.851 -1.29 19.2
Si -4.153 1.545 19.08
Si -1.39 4.128 19.179
Si -4.024 6.959 19.02
Si -1.337 -6.676 19.209
Si -4.095 -3.976 19.174
Si -1.414 -1.248 19.137
Si -16.411 -0.218 20.443
Si -13.639 2.735 20.558
Si -16.356 5.405 20.447
Si -13.705 8.127 20.243
Si 0.07 -5.316 20.553
Si -13.74 -2.757 20.374
Si -10.962 0.011 20.521
Si -8.387 2.767 20.446
Si -10.855 5.616 20.654
Si -8.214 8.264 20.642
Si -10.883 -5.373 20.406
Si -8.189 -2.646 20.641
Si -5.557 0.266 20.42
Si -2.787 2.765 20.573
Si -5.465 5.588 20.222
Si -2.711 -8.041 20.542
Si -5.562 -5.345 20.399
Si -2.744 -2.612 20.556
Si -14.813 -1.272 21.833
Si -12.617 1.045 21.836
Si -14.732 4.418 21.792
Si -12.607 6.784 21.753
Si -14.881 9.624 21.558
Si -12.63 -4.377 21.582
Si -9.365 -1.022 21.904
Si -7.203 1.302 21.82
Si -9.709 4.017 21.989
Si -6.462 7.082 21.704
Si -9.37 9.949 21.893
Si -7.01 -4.275 21.911
Si -4.03 -0.946 21.644
Si -1.74 1.135 21.967
Si -3.995 4.469 21.619
Si -1.642 6.604 21.842
Si -4.4 -6.877 21.668
Si -1.036 -3.675 21.86
Si -3.384 -6.479 24.446
Si 2.206 -6.98 -2.845
Si -18.093 -2.021 25.499
Si -9.933 -5.296 -4.743
Si -7.787 3.235 -2.11
Si -11.618 -7.368 23.92
Si -1.297 7.672 24.734
Si -11.841 2.854 23.96
Si -5.101 7.523 25.689
Si -7.155 -2.457 26.051
Si -1.728 -3.596 -2.877
Si 1.064 -2.096 -2.955
Si -12.281 -1.101 -4.197
Si -12.799 4.52 -7.005
Si -6.718 -7.072 -6.744
Si 0.616 0.848 -3.819
Si -4.183 2.727 -4.688
Si -5.698 5.576 -1.819
Si 2.731 2.514 -2.237
Si -7.62 3.192 24.162
Si -10.313 -0.04 -6.12
Si -2.358 -3.83 24.604
Si -16.323 2.037 26.307
Si -13.153 -4.636 24.323
Si -12.342 6.781 -3.164
Si -2.122 -5.883 -4.913
Si -5.685 5.247 23.928
Si -1.507 4.942 -1.358
Si 0.101 1.421 -6.791
Si -7.181 7.74 -4.342
Si -9.873 -1.246 24.921
Si -0.497 5.362 -3.973
Si -0.02 8.151 -4.773
Si -12.396 -2.523 26.394
Si 4.951 0.702 -6.218
Si 4.107 7.026 -3.146
Si 2.397 4.774 -4.196
Si -0.094 2.542 24.024
Si -11.965 4.024 -4.088
Si 0.529 4.332 -6.484
Si -5.242 0.051 -5.333
Si -5.098 -6.423 -4.47
Si -5.173 5.723 -4.57
Si -9.729 1.807 25.842
Si -2.951 1.174 -6.866
Si -3.755 -1.337 -3.128
Si -16.515 -7.933 23.984
Si -15.813 -3.172 23.782
Si -8.562 -6.858 -2.517
Si 3.296 -4.094 -3.161
Si -9.571 1.964 -3.971
Si -2.273 1.411 -2.784
Si -5.872 -5.515 -1.866
Si -15.438 6.591 26.187
Si 1.282 -1.333 5.435
Si 3.955 1.365 5.449
Si 1.285 4.126 5.499
Si 3.961 6.846 5.414
Si 1.307 9.56 5.414
Si 3.978 -4.069 5.379
Si 6.682 -1.336 5.419
Si 9.386 1.372 5.431
Si 6.668 4.143 5.435
Si 9.395 6.793 5.406
Si 6.638 -6.729 5.434
Si 9.376 -4.003 5.392
Si 12.098 -1.316 5.383
Si 14.781 1.383 5.38
Si 12.099 4.087 5.412
Si 14.839 6.837 5.422
Si 12.115 -6.755 5.387
Si 14.836 12.249 5.367
Si 17.546 -1.376 5.397
Si 20.334 1.405 5.396
Si 17.571 4.108 5.392
Si 20.319 6.82 5.4
Si 17.584 9.555 5.366
Si 20.345 12.219 5.382
Si 23.106 -1.344 5.306
Si 25.843 1.369 5.292
Si 23.059 4.099 5.344
Si 25.765 6.854 5.298
Si 23.061 9.534 5.329
Si 25.829 12.285 5.328
Si 28.562 -1.319 5.3
Si 31.265 1.368 5.343
Si 28.543 4.11 5.307
Si 31.298 6.836 5.271
Si 28.533 9.61 5.277
Si 31.329 12.275 5.268
Si 34.069 -1.369 5.306
Si 36.795 1.357 5.37
Si 34.071 4.104 5.34
Si 36.826 6.791 5.274
Si 34.08 9.535 5.251
Si 36.797 12.213 5.285
Si 39.554 -1.435 5.376
Si 42.294 1.307 5.413
Si 39.53 4.104 5.345
Si 42.266 6.814 5.339
Si 39.564 9.481 5.272
Si 42.279 12.141 5.342
Si 44.996 -1.397 5.448
Si 47.767 1.29 5.4
Si 45.03 4.028 5.418
Si 47.734 6.71 5.43
Si 44.982 9.506 5.33
Si 47.706 12.206 5.396
Si 50.402 -1.398 5.403
Si -44.751 1.3 5.469
Si 50.432 4.015 5.433
Si -44.718 6.743 5.441
Si 50.467 9.496 5.493
Si -44.771 12.186 5.426
Si -42.05 -1.383 5.448
Si -39.286 1.344 5.377
Si -42.01 4.089 5.461
Si -39.306 6.759 5.426
Si -42.04 9.452 5.46
Si -39.279 12.223 5.456
Si -36.569 -1.363 5.378
Si -33.889 1.324 5.374
Si -36.598 4.03 5.347
Si -33.901 6.758 5.393
Si -36.623 9.539 5.426
Si -33.928 12.236 5.381
Si -31.246 -1.369 5.39
Si -28.527 1.317 5.445
Si -31.241 4.054 5.43
Si -28.515 6.772 5.485
Si -31.241 9.524 5.419
Si -28.534 12.207 5.461
Si -25.811 -1.397 5.553
Si -23.079 1.344 5.539
Si -25.81 4.053 5.496
Si -23.135 6.757 5.52
Si -25.816 9.464 5.48
Si -23.098 12.19 5.527
Si -20.383 -1.381 5.536
Si -17.664 1.318 5.568
Si -20.395 4.062 5.52
Si -17.678 6.792 5.51
Si -20.38 9.482 5.559
Si -17.661 12.242 5.514
Si -14.971 -1.321 5.49
Si -12.281 1.434 5.467
Si -14.952 4.118 5.528
Si -12.299 6.872 5.483
Si -14.993 9.556 5.497
Si -12.287 12.293 5.481
Si -9.587 -1.281 5.468
Si -6.9 1.44 5.482
Si -9.586 4.131 5.445
Si -6.914 6.864 5.525
Si -9.595 9.574 5.512
Si -6.876 12.34 5.494
Si -4.165 -1.284 5.516
Si -1.408 1.381 5.474
Si -4.151 4.116 5.523
Si -1.402 6.85 5.471
Si -4.155 -6.675 5.531
Si -1.415 -4.043 5.493
Si 2.605 0.034 6.825
Si 5.323 2.755 6.785
Si 2.642 5.5 6.83
Si 5.304 -8.105 6.793
Si 2.634 -5.392 6.794
Si 5.334 -2.714 6.766
Si 8.021 0.034 6.79
Si 10.744 2.745 6.779
Si 8.035 5.479 6.799
Si 10.752 -8.126 6.735
Si 8.027 -5.371 6.763
Si 10.744 -2.664 6.755
Si 13.456 0.03 6.757
Si 16.191 2.737 6.712
Si 13.478 5.457 6.748
Si 16.228 8.202 6.735
Si 13.491 10.903 6.741
Si 16.185 -2.712 6.744
Si 18.952 0.008 6.695
Si 21.712 2.755 6.72
Si 18.944 5.467 6.733
Si 21.715 8.179 6.704
Si 18.966 10.884 6.727
Si 21.729 -2.698 6.668
Si 24.476 0.013 6.655
Si 27.188 2.74 6.653
Si 24.435 5.475 6.663
Si 27.18 8.207 6.615
Si 24.442 10.913 6.649
Si 27.219 -2.693 6.659
Si 29.918 0.013 6.685
Si 32.684 2.725 6.655
Si 29.943 5.466 6.629
Si 32.697 8.183 6.61
Si 29.948 10.924 6.625
Si 32.698 -2.721 6.652
Si 35.417 -0.01 6.685
Si 38.177 2.723 6.698
Si 35.453 5.461 6.664
Si 38.191 8.14 6.644
Si 35.433 10.868 6.646
Si 38.162 -2.78 6.69
Si 40.907 -0.055 6.732
Si 43.647 2.68 6.762
Si 40.91 5.444 6.702
Si 43.624 8.158 6.714
Si 40.908 10.807 6.694
Si 43.614 -2.791 6.733
Si 46.377 -0.037 6.776
Si 49.082 2.658 6.798
Si 46.366 5.383 6.796
Si 49.075 8.105 6.785
Si 46.338 10.84 6.736
Si 49.055 -2.755 6.776
Si -46.149 -0.051 6.792
Si -43.386 2.695 6.794
Si -46.115 5.388 6.78
Si -43.397 8.109 6.831
Si -46.109 10.858 6.837
Si -43.414 -2.761 6.79
Si -40.664 -0.006 6.766
Si -37.947 2.695 6.764
Si -40.664 5.432 6.827
Si -37.971 8.149 6.784
Si -40.673 10.848 6.79
Si -37.928 -2.717 6.785
Si -35.24 -0.02 6.774
Si -32.583 2.688 6.792
Si -35.277 5.405 6.754
Si -32.564 8.122 6.785
Si -35.266 10.885 6.788
Si -32.583 -2.736 6.775
Si -29.891 -0.039 6.802
Si -27.188 2.683 6.834
Si -29.885 5.401 6.82
Si -27.173 8.122 6.861
Si -29.897 10.856 6.824
Si -27.194 -2.768 6.864
Si -24.454 -0.022 6.888
Si -21.745 2.707 6.901
Si -24.48 5.402 6.888
Si -21.769 8.118 6.883
Si -24.484 10.835 6.863
Si -21.749 -2.755 6.883
Si -19.039 -0.032 6.913
Si -16.32 2.736 6.877
Si -19.039 5.427 6.874
Si -16.341 8.179 6.864
Si -19.029 10.877 6.884
Si -16.316 -2.704 6.866
Si -13.618 0.047 6.843
Si -10.914 2.772 6.841
Si -13.606 5.484 6.876
Si -10.941 8.208 6.87
Si -13.629 10.917 6.855
Si -10.925 -2.664 6.839
Si -8.221 0.054 6.851
Si -5.527 2.773 6.868
Si -8.256 5.485 6.862
Si -5.51 8.229 6.852
Si -8.217 10.947 6.85
Si -5.51 -2.649 6.876
Si -2.784 0.062 6.862
Si -0.086 2.768 6.846
Si -2.773 5.497 6.845
Si -0.051 8.221 6.819
Si -2.777 -5.36 6.89
Si -0.065 -2.668 6.835
Si 1.274 1.41 8.202
Si 3.993 4.126 8.173
Si 1.285 6.86 8.197
Si 3.973 -6.745 8.176
Si 1.29 -4.034 8.186
Si 3.985 -1.336 8.148
Si 6.682 1.407 8.152
Si 9.394 4.113 8.141
Si 6.686 6.862 8.143
Si 9.399 -6.751 8.095
Si 6.686 -4.035 8.156
Si 9.398 -1.314 8.136
Si 12.121 1.401 8.124
Si 14.861 4.108 8.085
Si 12.123 6.839 8.091
Si 14.866 9.557 8.087
Si 12.128 -4.036 8.082
Si 14.842 -1.33 8.086
Si 17.583 1.374 8.039
Si 20.337 4.11 8.054
Si 17.597 6.837 8.075
Si 20.347 9.53 8.053
Si 17.6 -4.056 8.059
Si 20.352 -1.339 8.018
Si 23.106 1.375 8.013
Si 25.819 4.106 7.989
Si 23.087 6.82 8.031
Si 25.826 9.554 7.985
Si 23.088 -4.061 8.015
Si 25.843 -1.341 8.005
Si 28.562 1.389 8.011
Si 31.319 4.106 7.983
Si 28.56 6.832 7.956
Si 31.321 9.542 7.96
Si 28.593 -4.051 7.997
Si 31.321 -1.356 7.996
Si 34.047 1.36 8.015
Si 36.8 4.084 8.032
Si 34.068 6.83 7.983
Si 36.814 9.506 7.994
Si 34.069 -4.086 7.997
Si 36.809 -1.376 8.018
Si 39.547 1.35 8.049
Si 42.269 4.07 8.072
Si 39.537 6.796 8.047
Si 42.264 9.489 8.091
Si 39.542 -4.131 8.04
Si 42.264 -1.415 8.09
Si 45.001 1.321 8.125
Si 47.714 4.02 8.155
Si 44.981 6.783 8.091
Si 47.694 9.479 8.115
Si 44.986 -4.122 8.108
Si 47.71 -1.397 8.151
Si -47.484 1.315 8.168
Si -44.766 4.039 8.158
Si -47.483 6.752 8.146
Si -44.762 9.48 8.181
Si -47.507 -4.105 8.156
Si -44.787 -1.409 8.152
Si -42.033 1.332 8.151
Si -39.312 4.041 8.154
Si -42.037 6.77 8.194
Si -39.333 9.491 8.168
Si -42.047 -4.114 8.153
Si -39.322 -1.376 8.141
Si -36.61 1.331 8.146
Si -33.941 4.05 8.158
Si -36.622 6.77 8.142
Si -33.926 9.491 8.15
Si -36.61 -4.089 8.172
Si -33.92 -1.386 8.167
Si -31.232 1.331 8.174
Si -28.539 4.044 8.204
Si -31.231 6.77 8.186
Si -28.548 9.487 8.203
Si -31.248 -4.097 8.178
Si -28.558 -1.398 8.202
Si -25.841 1.33 8.226
Si -23.128 4.045 8.253
Si -25.842 6.76 8.242
Si -23.133 9.479 8.236
Si -25.842 -4.128 8.227
Si -23.116 -1.398 8.246
Si -20.405 1.332 8.256
Si -17.695 4.067 8.24
Si -20.411 6.765 8.244
Si -17.692 9.513 8.249
Si -20.403 -4.108 8.251
Si -17.686 -1.389 8.258
Si -14.971 1.376 8.235
Si -12.256 4.118 8.229
Si -14.985 6.822 8.231
Si -12.284 9.564 8.236
Si -14.978 -4.066 8.238
Si -12.275 -1.32 8.217
Si -9.568 1.411 8.219
Si -6.868 4.146 8.226
Si -9.586 6.847 8.236
Si -6.859 9.586 8.223
Si -9.569 -4.019 8.217
Si -6.861 -1.291 8.233
Si -4.151 1.42 8.223
Si -1.434 4.132 8.217
Si -4.135 6.867 8.206
Si -1.409 -6.747 8.208
Si -4.139 -4 8.239
Si -1.422 -1.306 8.211
Si -0.074 0.06 9.578
Si 2.633 2.78 9.55
Si -0.071 5.503 9.567
Si 2.631 -8.094 9.562
Si -0.062 -5.378 9.572
Si 2.64 -2.668 9.549
Si 5.328 0.043 9.512
Si 8.042 2.766 9.51
Si 5.348 5.5 9.523
Si 8.054 -8.094 9.485
Si 5.339 -5.386 9.53
Si 8.045 -2.666 9.5
Si 10.762 0.052 9.482
Si 13.503 2.764 9.452
Si 10.769 5.494 9.466
Si 13.502 8.198 9.432
Si 10.772 -5.392 9.444
Si 13.49 -2.682 9.441
Si 16.236 0.026 9.412
Si 18.968 2.735 9.375
Si 16.239 5.47 9.416
Si 18.99 8.179 9.407
Si 16.244 -5.404 9.42
Si 18.991 -2.694 9.38
Si 21.726 0.022 9.355
Si 24.469 2.743 9.35
Si 21.725 5.464 9.379
Si 24.47 8.189 9.344
Si 21.727 -5.42 9.37
Si 24.473 -2.707 9.343
Si 27.208 0.019 9.354
Si 29.95 2.747 9.334
Si 27.201 5.468 9.316
Si 29.948 8.175 9.302
Si 27.211 -5.419 9.324
Si 29.96 -2.706 9.353
Si 32.687 -0.002 9.354
Si 35.429 2.714 9.363
Si 32.701 5.458 9.323
Si 35.442 8.162 9.355
Si 32.691 -5.439 9.336
Si 35.441 -2.735 9.358
Si 38.173 -0.017 9.382
Si 40.908 2.701 9.422
Si 38.174 5.429 9.394
Si 40.898 8.13 9.434
Si 38.171 -5.476 9.386
Si 40.89 -2.767 9.425
Si 43.624 -0.049 9.456
Si 46.34 2.676 9.508
Si 43.624 5.42 9.452
Si 46.332 8.128 9.478
Si 43.619 -5.473 9.46
Si 46.334 -2.76 9.488
Si -48.86 -0.037 9.52
Si -46.132 2.686 9.524
Si -48.854 5.398 9.506
Si -46.147 8.124 9.522
Si -48.878 -5.476 9.495
Si -46.153 -2.751 9.526
Si -43.419 -0.033 9.499
Si -40.688 2.694 9.52
Si -43.421 5.407 9.529
Si -40.693 8.141 9.546
Si -43.411 -5.465 9.53
Si -40.692 -2.739 9.509
Si -37.976 -0.023 9.521
Si -35.28 2.689 9.54
Si -37.977 5.414 9.524
Si -35.28 8.133 9.525
Si -37.98 -5.457 9.526
Si -35.266 -2.743 9.55
Si -32.578 -0.03 9.549
Si -29.892 2.681 9.567
Si -32.59 5.404 9.546
Si -29.89 8.12 9.578
Si -32.587 -5.475 9.546
Si -29.903 -2.755 9.574
Si -27.201 -0.042 9.578
Si -24.495 2.683 9.607
Si -27.201 5.397 9.597
Si -24.492 8.121 9.601
Si -27.204 -5.483 9.588
Si -24.493 -2.763 9.591
Si -21.772 -0.032 9.612
Si -19.051 2.697 9.602
Si -21.772 5.404 9.609
Si -19.06 8.138 9.597
Si -21.78 -5.475 9.595
Si -19.056 -2.747 9.615
Si -16.33 -0.003 9.59
Si -13.615 2.744 9.586
Si -16.339 5.441 9.585
Si -13.632 8.185 9.594
Si -16.337 -5.44 9.6
Si -13.619 -2.698 9.587
Si -10.916 0.039 9.581
Si -8.207 2.769 9.589
Si -10.919 5.477 9.606
Si -8.207 8.212 9.584
Si -10.914 -5.394 9.586
Si -8.208 -2.666 9.589
Si -5.494 0.061 9.597
Si -2.794 2.783 9.587
Si -5.492 5.506 9.578
Si -2.771 -8.099 9.576
Si -5.492 -5.378 9.588
Si -2.773 -2.649 9.597
Si 1.294 -1.301 10.929
Si 3.989 1.41 10.897
Si 1.287 4.144 10.926
Si 4.002 -9.458 10.902
Si 1.293 -6.729 10.944
Si 3.999 -4.021 10.912
Si 6.696 -1.303 10.871
Si 9.415 1.415 10.854
Si 6.702 4.138 10.878
Si 9.426 -9.452 10.831
Si 6.711 -6.743 10.871
Si 9.425 -4.032 10.823
Si 12.148 -1.31 10.802
Si 14.893 1.401 10.772
Si 12.149 4.14 10.805
Si 14.884 6.839 10.762
Si 12.153 9.574 10.786
Si 14.886 -4.033 10.766
Si 17.632 -1.331 10.737
Si 20.356 1.382 10.706
Si 17.63 4.107 10.736
Si 20.377 6.823 10.734
Si 17.627 9.55 10.742
Si 20.366 -4.058 10.716
Si 23.103 -1.345 10.682
Si 25.842 1.384 10.69
Si 23.103 4.098 10.702
Si 25.838 6.82 10.675
Si 23.103 9.534 10.702
Si 25.842 -4.073 10.681
Si 28.585 -1.344 10.69
Si 31.317 1.377 10.678
Si 28.57 4.108 10.664
Si 31.32 6.815 10.656
Si 28.581 9.529 10.656
Si 31.329 -4.074 10.69
Si 34.074 -1.363 10.692
Si 36.804 1.351 10.719
Si 34.061 4.093 10.687
Si 36.801 6.797 10.725
Si 34.068 9.529 10.691
Si 36.81 -4.092 10.72
Si 39.531 -1.377 10.754
Si 42.261 1.332 10.795
Si 39.537 4.068 10.763
Si 42.257 6.776 10.808
Si 39.532 9.503 10.768
Si 42.257 -4.104 10.806
Si 44.972 -1.396 10.844
Si 47.692 1.32 10.877
Si 44.971 4.055 10.836
Si 47.687 6.766 10.85
Si 44.97 9.491 10.835
Si 47.683 -4.115 10.865
Si -47.517 -1.397 10.89
Si -44.781 1.316 10.878
Si -47.505 4.045 10.881
Si -44.793 6.767 10.888
Si -47.522 9.489 10.869
Si -44.796 -4.113 10.884
Si -42.07 -1.389 10.874
Si -39.344 1.331 10.889
Si -42.065 4.043 10.883
Si -39.342 6.766 10.896
Si -42.067 9.495 10.901
Si -39.346 -4.099 10.888
Si -36.636 -1.39 10.904
Si -33.93 1.328 10.92
Si -36.638 4.052 10.905
Si -33.939 6.773 10.913
Si -36.634 9.496 10.899
Si -33.928 -4.114 10.927
Si -31.247 -1.392 10.943
Si -28.554 1.315 10.949
Si -31.243 4.044 10.935
Si -28.553 6.757 10.966
Si -31.245 9.487 10.939
Si -28.556 -4.118 10.95
Si -25.858 -1.41 10.954
Si -23.145 1.316 10.971
Si -25.855 4.036 10.975
Si -23.148 6.753 10.962
Si -25.86 9.472 10.961
Si -23.152 -4.129 10.961
Si -20.427 -1.399 10.974
Si -17.701 1.332 10.956
Si -20.423 4.034 10.965
Si -17.706 6.774 10.955
Si -20.433 9.481 10.957
Si -17.707 -4.109 10.972
Si -14.983 -1.361 10.956
Si -12.267 1.386 10.953
Si -14.985 4.085 10.949
Si -12.279 6.827 10.962
Si -14.989 9.523 10.968
Si -12.266 -4.051 10.961
Si -9.559 -1.31 10.956
Si -6.848 1.419 10.964
Si -9.553 4.125 10.961
Si -6.84 6.863 10.954
Si -9.559 9.567 10.953
Si -6.844 -4.02 10.955
Si -4.127 -1.289 10.961
Si -1.429 1.424 10.946
Si -4.139 4.151 10.956
Si -1.414 6.866 10.947
Si -4.121 -6.731 10.945
Si -1.41 -4.015 10.95
Si 2.649 0.064 12.292
Si 5.345 2.78 12.249
Si 2.652 5.509 12.279
Si 5.36 -8.087 12.253
Si 2.652 -5.361 12.303
Si 5.36 -2.654 12.264
Si 8.054 0.063 12.219
Si 10.793 2.794 12.174
Si 8.071 5.518 12.204
Si 10.804 -8.084 12.169
Si 8.082 -5.378 12.208
Si 10.788 -2.659 12.158
Si 13.536 0.049 12.128
Si 16.276 2.763 12.101
Si 13.531 5.504 12.135
Si 16.27 8.192 12.09
Si 13.532 10.935 12.122
Si 16.277 -2.686 12.098
Si 19.006 0.029 12.074
Si 21.729 2.743 12.042
Si 19.021 5.455 12.069
Si 21.758 8.174 12.073
Si 19.015 10.897 12.07
Si 21.753 -2.703 12.042
Si 24.471 0.015 12.017
Si 27.21 2.752 12.025
Si 24.474 5.466 12.034
Si 27.213 8.174 12.011
Si 24.479 10.886 12.036
Si 27.211 -2.715 12.02
Si 29.954 0.023 12.03
Si 32.689 2.734 12.024
Si 29.944 5.46 12.002
Si 32.694 8.158 12.015
Si 29.945 10.878 12.01
Si 32.709 -2.716 12.035
Si 35.439 -0.014 12.057
Si 38.171 2.693 12.096
Si 35.433 5.427 12.059
Si 38.16 8.144 12.103
Si 35.435 10.878 12.061
Si 38.17 -2.74 12.095
Si 40.888 -0.028 12.139
Si 43.611 2.683 12.183
Si 40.892 5.412 12.15
Si 43.609 8.133 12.19
Si 40.894 10.853 12.146
Si 43.6 -2.748 12.197
Si 46.326 -0.045 12.226
Si 49.04 2.693 12.238
Si 46.325 5.409 12.213
Si 49.028 8.134 12.226
Si 46.305 10.856 12.219
Si 49.032 -2.757 12.246
Si -46.162 -0.028 12.242
Si -43.429 2.68 12.243
Si -46.16 5.411 12.25
Si -43.453 8.143 12.252
Si -46.175 10.855 12.243
Si -43.445 -2.739 12.24
Si -40.72 -0.024 12.246
Si -38.004 2.693 12.265
Si -40.727 5.415 12.249
Si -37.992 8.132 12.261
Si -40.714 10.865 12.25
Si -37.997 -2.747 12.273
Si -35.279 -0.046 12.279
Si -32.583 2.677 12.311
Si -35.288 5.409 12.281
Si -32.6 8.127 12.308
Si -35.291 10.852 12.29
Si -32.582 -2.765 12.316
Si -29.901 -0.044 12.328
Si -27.215 2.668 12.334
Si -29.905 5.393 12.335
Si -27.203 8.115 12.343
Si -29.895 10.837 12.326
Si -27.214 -2.765 12.333
Si -24.507 -0.055 12.325
Si -21.788 2.677 12.333
Si -24.502 5.398 12.34
Si -21.801 8.118 12.313
Si -24.517 10.832 12.328
Si -21.804 -2.768 12.323
Si -19.063 -0.034 12.32
Si -16.344 2.703 12.296
Si -19.062 5.396 12.311
Si -16.347 8.133 12.311
Si -19.078 10.837 12.318
Si -16.345 -2.734 12.311
Si -13.623 0.007 12.305
Si -10.91 2.752 12.311
Si -13.635 5.449 12.314
Si -10.913 8.194 12.312
Si -13.625 10.891 12.316
Si -10.904 -2.684 12.317
Si -8.206 0.054 12.326
Si -5.487 2.784 12.326
Si -8.193 5.492 12.319
Si -5.475 8.232 12.313
Si -8.195 10.929 12.316
Si -5.482 -2.654 12.316
Si -2.771 0.069 12.332
Si -0.069 2.792 12.301
Si -2.774 5.513 12.318
Si -0.054 8.231 12.314
Si -2.763 -5.373 12.32
Si -0.055 -2.648 12.315
Si 1.29 1.431 13.657
Si 4.006 4.142 13.634
Si 1.327 6.879 13.665
Si 4.028 -6.721 13.646
Si 1.312 -3.99 13.686
Si 4.02 -1.292 13.651
Si 6.706 1.422 13.601
Si 9.443 4.165 13.544
Si 6.733 -9.446 13.59
Si 9.467 -6.718 13.552
Si 6.74 -4.024 13.592
Si 9.434 -1.307 13.534
Si 12.185 1.425 13.479
Si 14.927 4.145 13.446
Si 12.193 -9.437 13.498
Si 14.92 9.566 13.438
Si 12.181 -4.008 13.477
Si 14.934 -1.305 13.45
Si 17.661 1.406 13.434
Si 20.397 4.109 13.42
Si 17.673 6.833 13.401
Si 20.391 9.538 13.41
Si 17.656 -4.066 13.418
Si 20.399 -1.339 13.39
Si 23.105 1.373 13.358
Si 25.843 4.113 13.375
Si 23.122 6.802 13.421
Si 25.834 9.505 13.372
Si 23.12 -4.072 13.382
Si 25.834 -1.353 13.352
Si 28.58 1.39 13.364
Si 31.3 4.093 13.35
Si 28.582 6.819 13.352
Si 31.318 9.517 13.348
Si 28.564 -4.099 13.356
Si 31.344 -1.335 13.358
Si 34.062 1.37 13.365
Si 36.798 4.06 13.421
Si 34.056 6.802 13.377
Si 36.792 9.521 13.431
Si 34.073 -4.069 13.398
Si 36.808 -1.367 13.429
Si 39.527 1.341 13.485
Si 42.238 4.042 13.529
Si 39.527 6.799 13.477
Si 42.249 9.509 13.535
Si 39.535 -4.086 13.474
Si 42.229 -1.378 13.537
Si 44.963 1.325 13.569
Si 47.675 4.056 13.599
Si 44.955 6.768 13.566
Si 47.659 9.498 13.582
Si 44.943 -4.102 13.588
Si 47.665 -1.404 13.614
Si 50.386 1.327 13.601
Si -44.802 4.034 13.598
Si 50.383 6.778 13.598
Si -44.827 9.5 13.616
Si 50.386 -4.11 13.621
Si -44.819 -1.389 13.61
Si -42.084 1.325 13.623
Si -39.385 4.05 13.617
Si -42.1 6.777 13.605
Si -39.36 9.5 13.609
Si -42.094 -4.104 13.601
Si -39.375 -1.384 13.619
Si -36.647 1.314 13.618
Si -33.939 4.049 13.662
Si -36.645 6.775 13.641
Si -33.949 9.496 13.679
Si -36.641 -4.1 13.658
Si -33.935 -1.401 13.677
Si -31.241 1.316 13.708
Si -28.565 4.019 13.719
Si -31.256 6.768 13.695
Si -28.55 9.483 13.714
Si -31.233 -4.121 13.705
Si -28.571 -1.413 13.712
Si -25.873 1.287 13.693
Si -23.15 4.031 13.701
Si -25.859 6.751 13.718
Si -23.177 9.453 13.684
Si -25.876 -4.138 13.705
Si -23.168 -1.422 13.698
Si -20.431 1.307 13.685
Si -17.704 4.033 13.671
Si -20.452 6.736 13.65
Si -17.724 9.463 13.665
Si -20.462 -4.145 13.675
Si -17.715 -1.402 13.678
Si -14.997 1.346 13.657
Si -12.274 4.094 13.67
Si -14.995 6.782 13.689
Si -12.278 9.529 13.684
Si -14.985 -4.079 13.677
Si -12.261 -1.331 13.678
Si -9.564 1.413 13.695
Si -6.844 4.137 13.695
Si -9.552 6.849 13.681
Si -6.823 9.59 13.685
Si -9.551 -4.042 13.685
Si -6.842 -1.304 13.684
Si -4.123 1.433 13.697
Si -1.41 4.159 13.681
Si -4.115 6.888 13.688
Si -1.401 9.594 13.692
Si -4.111 -3.997 13.682
Si -1.404 -1.288 13.696
Si -0.043 0.081 15.056
Si 2.646 2.792 15.014
Si -0.03 5.524 15.028
Si 2.69 8.245 15.033
Si -0.041 -5.351 15.05
Si 2.675 -2.627 15.056
Si 5.382 0.066 15.012
Si 8.074 2.816 14.907
Si 5.378 5.52 14.964
Si 8.113 -8.072 14.918
Si 5.399 -5.356 14.997
Si 8.113 -2.671 14.932
Si 10.811 0.081 14.83
Si 13.574 2.791 14.797
Si 10.83 5.543 14.859
Si 13.565 -8.06 14.832
Si 10.84 -5.327 14.878
Si 13.575 -2.659 14.795
Si 16.304 0.055 14.793
Si 19.049 2.752 14.775
Si 16.323 5.503 14.763
Si 19.051 8.158 14.762
Si 16.326 10.875 14.781
Si 19.055 -2.718 14.728
Si 21.778 0.011 14.73
Si 24.438 2.761 14.689
Si 21.755 5.458 14.794
Si 24.507 8.14 14.764
Si 21.767 10.891 14.743
Si 24.494 -2.718 14.72
Si 27.186 0.028 14.674
Si 29.941 2.749 14.721
Si 27.225 5.468 14.713
Si 29.945 8.173 14.699
Si 27.185 10.862 14.714
Si 29.965 -2.726 14.641
Si 32.691 0.045 14.723
Si 35.429 2.684 14.749
Si 32.661 5.447 14.693
Si 35.416 8.15 14.751
Si 32.689 10.865 14.692
Si 35.435 -2.714 14.769
Si 38.167 -0.032 14.823
Si 40.88 2.677 14.887
Si 38.163 5.411 14.785
Si 40.878 8.152 14.872
Si 38.165 10.87 14.796
Si 40.867 -2.745 14.891
Si 43.585 -0.031 14.918
Si 46.313 2.682 14.951
Si 43.582 5.4 14.909
Si 46.301 8.137 14.938
Si 43.566 10.873 14.948
Si 46.288 -2.754 14.985
Si 49.027 -0.033 14.968
Si 51.75 2.68 14.961
Si 49.031 5.42 14.97
Si 51.711 8.152 14.978
Si 48.992 10.861 14.969
Si 51.741 -2.741 14.99
Si -43.469 -0.028 14.975
Si -40.741 2.694 14.996
Si -43.465 5.408 14.96
Si -40.753 8.16 14.952
Si -43.474 10.88 14.968
Si -40.753 -2.74 14.968
Si -38.011 -0.032 14.984
Si -35.288 2.651 14.988
Si -38.034 5.418 14.969
Si -35.306 8.13 15.039
Si -38.012 10.848 14.993
Si -35.286 -2.749 15.055
Si -32.575 -0.07 15.073
Si -29.906 2.66 15.117
Si -32.605 5.403 15.065
Si -29.91 8.129 15.078
Si -32.594 10.848 15.066
Si -29.889 -2.783 15.114
Si -27.227 -0.06 15.086
Si -24.517 2.648 15.039
Si -27.209 5.381 15.082
Si -24.513 8.109 15.097
Si -27.212 10.834 15.115
Si -24.536 -2.781 15.072
Si -21.788 -0.07 15.041
Si -19.07 2.672 15.033
Si -21.793 5.403 15.057
Si -19.098 8.076 15
Si -21.83 10.807 15.037
Si -19.095 -2.785 15.011
Si -16.35 -0.027 15.017
Si -13.635 2.706 15.006
Si -16.341 5.382 15.035
Si -13.628 8.144 15.045
Si -16.35 10.832 14.991
Si -13.618 -2.702 15.026
Si -10.928 0.049 15.053
Si -8.209 2.777 15.066
Si -10.92 5.469 15.022
Si -8.187 8.224 15.036
Si -10.924 10.908 15.029
Si -8.19 -2.675 15.048
Si -5.493 0.067 15.048
Si -2.76 2.799 15.06
Si -5.486 5.526 15.033
Si -2.749 8.238 15.073
Si -5.466 -5.348 15.045
Si -2.759 -2.644 15.07
O 3.818 -3.834 -1.639
O 14.979 -6.978 -5.082
O 16.483 -2.544 21.939
O 3.697 1.185 23.205
O 1.865 5.428 23.043
O 1.801 -0.663 23.078
O 10.275 6.368 23.03
O 5.572 2.835 22.189
O 4.765 -3.772 23.138
O 2.837 -5.37 22.287
O 17.593 5.644 -4.736
O 9.623 -0.977 -3.185
O 8.199 0.039 22.11
O 6.659 -1.953 22.913
O 18.828 -5.494 -4.512
O 12.959 -6.181 22.795
O 11.098 -7.857 21.948
O -4.545 -7.392 25.099
O 8.044 5.839 -3.398
O 7.085 -6.519 23.275
O 4.301 6.118 23.185
O 8.749 -4.772 22.439
O 20.346 3.776 -1.558
O 1.277 1.708 24.189
O 1.869 -6.45 25.521
O 14.019 7.148 -6.064
O 14.035 0.415 21.893
O 11.661 4.05 22.674
O 18.614 8.173 -4.341
O 21.449 -0.752 -6.777
O 15.249 7.396 22.928
O 12.323 -3.861 23.88
O 7.12 -4.132 24.39
O 11.752 -6.668 -3.624
O 20.867 -6.863 -3.668
O 25.757 -5.725 -6.959
O 10.183 -1.041 -5.837
O 7.531 -6.668 -1.364
O 13.99 -5.455 25.096
O 13.227 -2.408 -3.925
O 11.323 7.568 -6.701
O 13.617 5.572 21.97
O 5.521 8.164 22.161
O -1.162 6.778 23.395
O 16.722 7.596 -6.117
O 26.522 4.971 -3.542
O 10.716 -5.441 -0.363
O 2.644 7.487 24.585
O 13.898 -1.998 25.994
O 12.089 3.926 -1.547
O 14.329 5.119 -2.698
O 20.092 -7.117 -6.246
O 14.746 -4.237 22.884
O 14.096 3.851 25.618
O 14.297 -6.414 -2.549
O 17.176 1.143 -5.027
O 19.628 0.687 -5.652
O 9.771 1.208 -4.755
O 11.897 -2.984 -6.176
O 16.262 5.364 -0.302
O 18.794 8.136 -0.555
O 7.728 4.426 22.617
O 7.325 -0.137 -3.701
O 9.025 7.089 -1.301
O 16.092 2.405 21.86
O 9.194 2.205 23.052
O 9.745 4.327 24.404
O 3.061 4.975 25.353
O 23.158 -3.88 -5.902
O 5.389 -5.508 -0.42
O 2.816 0.016 25.396
O 30.606 7.846 25.808
O 0.904 -1.519 26.269
O 13.138 7.548 -3.139
O 16.422 -5.053 -3.523
O -5.29 1.538 -4.671
O 5.428 2.131 -5.602
O 18.86 2.173 -3.209
O 24.639 1.149 -3.887
O 14.956 4.578 -5.133
O -23.669 -6.617 25.191
O 14.313 1.755 -1.08
O 7.576 -1.342 -1.334
O 5.434 0.002 -0.518
O 17.835 3.452 -1.134
O 8.627 -4.229 -1.342
O 42.69 -6.773 -2.286
O -30.929 -5.937 -3.85
O 15.391 -4.461 -1.203
O 17.041 -3.499 -6.885
O -22.647 1.708 -1.378
O 22.672 4.794 -1.265
O -9.638 1.277 -5.431
O 37.161 6.525 -1.585
O 8.78 0.973 -1.639
O 38.491 -5.917 -7.179
O 15.563 7.149 -3.845
O 1.442 -1.768 -1.409
O -20.923 6.709 -2.686
O 38.905 5.603 -6.225
O 47.069 -4.537 -1.45
O -27.261 -3.636 -5.244
O 10.725 5.548 -0.126
O 12.306 -7.353 -1.141
O 1.011 -4.063 26.24
O 15.14 -5.265 -6.979
O 5.401 -2.237 25.135
O 29.705 -3.22 23.627
O 6.832 -4.966 -3.183
O 44.69 3.373 22.824
O 22.25 -3.35 -3.514
O 21.222 5.193 -3.52
O 32.606 -2.62 21.802
O 20.259 0.992 22.951
O 17.689 4.066 22.916
O -4.785 4.242 23.026
O 24.402 5.283 25.121
O 23.129 -2.58 22.393
O 18.453 -0.723 22.177
O 21.594 -2.644 25.326
O 25.836 -4.105 26.126
O 30.89 -0.585 -6.4
O 24.518 -0.246 21.919
O 31.384 6.695 -6.562
O 33.32 -7.835 -3.785
O 21.823 2.762 21.935
O 27.221 8.177 21.89
O 25.83 5.297 -6.12
O 19.536 1.42 -0.921
O 23.771 -7.147 23.029
O 19.812 5.57 22.485
O 24.566 -5.398 21.367
O 37.256 -0.857 -5.316
O -6.71 7.455 25.798
O 32.046 4.299 -5.777
O 28.085 -1.457 22.662
O 29.953 0.086 21.741
O 28.264 3.102 22.73
O 37.487 -0.224 25.534
O 28.074 6.896 26.376
O 31.469 6.757 22.991
O 27.671 -5.246 24.882
O 17.203 -5.52 25.502
O 29.73 3.138 -0.336
O 28.745 0.991 -6.257
O 24.334 8.195 -0.439
O 44.01 5.59 -6.003
O -27.081 2.764 -6.213
O 41.442 6.21 -6.585
O -28.718 0.818 23.228
O 22.506 -6.589 -1.553
O 32.932 -7.777 21.868
O 25.455 -1.235 -2.978
O 28.821 -7.484 -3.965
O 21.899 -6.948 24.712
O 27.947 6.874 -2.502
O -5.774 -6.059 -5.89
O 29.788 5.1 21.944
O 21.193 7.811 22.663
O 16.575 -8.042 25.125
O -37.653 -1.51 25.739
O 27.123 -5.342 -0.526
O 0.788 7.626 -6.069
O 33.659 6.375 -5.22
O 17.19 -7.144 22.773
O 37.309 6.306 -4.275
O 29.065 2.042 -2.598
O 35.047 6.721 -3.026
O 31.468 -4.76 22.588
O 35.887 -6.576 -7.035
O 29.951 -2.617 -0.644
O 38.781 -0.972 23.193
O 31.227 1.843 -5.609
O 27.245 0.527 -3.656
O 34.644 2.365 -3.331
O -28.01 -4.699 -1.258
O 26.417 -3.151 -6.428
O 32.535 5.441 -0.086
O -41.491 -3.368 -7.197
O 27.568 -2.549 24.98
O 25.356 7.168 -4.328
O 35.386 8.165 -0.491
O -13.75 -0.081 22.043
O 32.541 6.034 -2.94
O 32.38 2.007 24.694
O 17.942 0.848 24.127
O 25.731 6.207 -1.318
O 31.589 2.127 22.291
O 37.629 -1.572 -2.853
O 27.361 2.245 25.13
O 25.572 -3.597 22.777
O 26.006 3.94 23.613
O 23.592 4.551 22.755
O 27.401 -3.017 -3.397
O 36.262 5.682 -6.619
O -44.685 1.194 -1.627
O 23.996 2.495 -6.145
O 25.588 -3.415 -1.478
O 28.971 -6.953 -1.369
O -37.052 -1.95 -1.714
O 16.432 -2.978 25.756
O 30.645 6.666 -1.302
O 31.061 -6.913 -2.864
O 34.847 -4.623 -5.787
O 34.842 -3.061 -3.541
O 31.475 1.848 -1.582
O -45.454 2.688 24.813
O -35.428 -0.102 25.393
O 19.919 7.616 24.989
O -40.895 1.139 25.848
O 29.184 -4.991 -3.147
O -1.469 4.628 -2.93
O 3.334 6.086 -4.213
O 21.582 0.005 -0.245
O 34.026 3.931 -1.393
O 23.027 7.986 -3.38
O 33.431 -6.501 -1.178
O -12.25 1.395 23.396
O -7.213 1.972 -1.286
O 22.328 6.716 24.761
O 29.608 -0.86 24.775
O 30.635 4.241 -2.558
O 36.051 2.393 -1.033
O 20.584 6.423 -1.343
O 46.688 -0.572 25.364
O 23.245 5.769 -4.945
O -42.279 -1.197 25.963
O -16.115 2.175 -5.874
O 17.751 -1.394 -1.501
O 21.244 -4.123 -1.154
O -28.814 -5.695 -5.533
O -5.002 -1.082 -4.167
O 23.233 -5.722 -3.956
O 24.332 2.843 -0.533
O 25.842 0.96 -1.529
O -40.667 2.317 -3.633
O 27.795 4.598 -1.211
O -41.976 3.096 -1.25
O 1.016 -7.596 -3.708
O -27.935 1.78 -1.478
O 32.954 -5.261 -3.39
O 28.69 -0.524 -1.699
O -6.757 6.183 -4.554
O -15.364 3.224 25.818
O -19.322 -0.515 22.045
O -8.86 -5.765 -3.646
O -49.01 -2.67 22.329
O 36.243 0.851 22.747
O 33.628 3.622 22.896
O 33.93 -0.439 22.544
O 43.495 8.118 22.21
O -38.263 -3.303 -6.355
O 36.765 -4.193 22.897
O 34.973 -5.729 21.868
O 40.747 4.835 24.901
O 44.001 0.519 -3.645
O 40.859 0.135 22.2
O 37.797 -2.751 24.79
O 44.157 2.981 25.268
O 43.417 7.884 -6.926
O 45.384 -6.515 23.035
O -10.052 -1.288 -1.385
O -25.245 3.02 26.068
O 36.232 4.381 -2.784
O 38.752 -7.156 22.942
O 35.333 5.433 22.041
O 40.562 -5.547 22.003
O -47.083 2.139 -2.854
O 39.808 -0.827 -6.87
O 41.905 3.317 -5.433
O 35.369 -3.706 25.099
O 43.648 -2.176 22.713
O 6.844 -4.207 -5.714
O -36.312 -4.497 -5.314
O -23.278 -4.596 23.39
O 48.02 7.165 23.041
O 44.9 -4.116 23.956
O -25.561 -4.764 24.751
O 45.627 3.988 -7.154
O 43.108 -2.808 25.286
O 37.568 -7.858 25.21
O -43.013 1.787 -6.653
O 48.188 6.203 -3.814
O -41.665 -7.176 -1.324
O -46.286 -3.569 -3.358
O 47.584 -7.505 -5.603
O -4.701 5.962 -3.03
O 47.302 -4.656 23.144
O 45.772 -1.305 -4.23
O 47.582 1.635 -1.404
O -34.422 -4.471 23.355
O 46.52 6.496 -6.395
O 5.673 6.961 -3.514
O 46.268 5.39 22.187
O 37.017 7.211 22.907
O 29.367 6.031 24.358
O -48.8 6.817 -6.421
O -45.169 7.027 -1.337
O -34.039 3.636 -3.331
O 31.287 4.242 23.907
O -44.201 3.896 -5.603
O 28.539 -7.71 24.554
O 41.029 1.432 -7.169
O 35.39 -6.659 25.992
O -47.285 4.501 -3.894
O -36.75 1.689 24.173
O 48.833 -5.303 -4.665
O 44.676 -4.972 -2.538
O -12.333 -3.891 23.125
O -46.407 -1.926 -5.349
O 43.266 -1.943 -3.688
O -44.427 6.231 -4.41
O 41.114 3.193 -3.005
O -21.179 -6.674 -3.857
O -48.807 5.324 -0.195
O -39.919 -3.819 -1.375
O -46.789 4.06 -1.215
O 38.054 1.025 -3.072
O -48.735 -5.602 -0.434
O 38.007 2.713 22.027
O 33.881 2.43 -5.889
O 43.736 3.085 -3.628
O 43.288 0.331 -0.435
O -16.906 4.274 -4.554
O -14.765 -4.344 24.184
O -43.912 -2.323 -7.167
O -44.144 -7.697 -5.675
O -43.335 2.808 22.181
O 42.318 -4.273 23.263
O -34.455 -6.168 -5.687
O -38.226 -4.052 25.214
O -27.921 -4.252 23.511
O -43.583 0.986 25.612
O 38.23 -5.39 -0.674
O -5.377 -5.261 -3.381
O -25.095 5.602 25.391
O -4.15 -1.562 -1.567
O 42.561 -4.242 -4.657
O -9.112 -0.71 -6.966
O 47.83 7.18 -1.412
O 27.819 6.679 -5.117
O -44.068 -2.709 -4.208
O -45.705 -7.985 -3.554
O -48.804 -0.196 -0.453
O 14.838 7.248 -1.263
O -47.836 -0.02 -4.197
O -34.849 -1.629 -3.313
O 44.4 -2.765 -5.901
O 47.676 3.927 -2.676
O 1.964 4.29 -5.691
O -15.154 -3.32 -6.552
O 33.953 -3.974 -1.279
O 37.16 0.052 -0.83
O -47.588 6.891 -2.321
O 42.309 -4.215 -1.578
O -43.572 -5.714 25.457
O -19.638 -2.262 25.011
O -30.915 6.434 -6.094
O -30.725 -0.809 -1.443
O 46.734 -1.772 -6.714
O -11.8 -3.994 -1.501
O -0.05 4.839 -0.678
O -9.032 -4.473 -5.809
O 39.917 5.524 -2.962
O -20.462 4.778 -1.059
O -11.68 5.315 -3.173
O 39.169 3.677 -1.317
O -23.524 -1.504 -5.517
O 32.848 0.03 -0.522
O 34.764 -1.574 -1.307
O 6.04 4.604 -4.701
O 46.099 2.028 -3.481
O 22.227 0.946 -4.955
O 41.188 2.339 -0.32
O 44.909 -1.179 -1.73
O 45.57 3.312 -1.178
O 43.77 5.163 -0.529
O 45.847 -6.927 -1.202
O 46.007 -1.148 22.919
O 46.681 -6.215 -3.554
O 46.768 -3.632 -4.874
O 19.719 -1.161 24.391
O -17.796 -1.408 -1.179
O -27.926 7.748 -6.197
O 40.866 -2.539 -0.44
O -10.273 7.382 -6.513
O -40.501 5.639 -4.729
O -32.721 -2.709 22.441
O -44.694 0.835 23.155
O -47.11 4.448 23.036
O 12.078 5.487 24.834
O -39.361 5.332 24.662
O -1.381 0.782 -6.797
O -44.24 -4.21 23.271
O -46.247 -5.51 22.249
O -35.591 -5.033 25.687
O -38.345 1.408 -4.612
O -40.637 0.102 22.15
O -42.02 -1.606 23.381
O -38.884 1.963 22.685
O 19.019 -5.395 22.071
O -36.1 -7.185 22.783
O -40.445 6.76 22.879
O -40.594 1.03 -5.938
O 16.562 4.748 26.195
O -42.264 -5.968 23.177
O -45.074 6.176 23.025
O -39.621 -4.759 23.194
O -40.082 -2.234 25.277
O -18.145 2.065 -4.066
O 7.704 2.687 -4.219
O -19.978 2.096 -5.954
O -34.385 0.978 23.213
O -37.352 3.985 23.248
O -36.435 -0.675 23.013
O -31.337 6.692 24.522
O -33.578 7.132 23.131
O -35.385 -2.585 24.899
O -41.834 4.189 -6.599
O -12.467 7.223 -1.6
O -38.056 -2.715 22.347
O -32.143 4.354 -5.149
O -8.196 -2.662 -0.33
O -0.85 6.928 -4.122
O -29.868 -0.611 -7.14
O -27.059 -5.65 -3.57
O -31.591 0.283 -3.696
O -39.68 7.72 25.583
O -41.555 6.922 -2.713
O -23.337 5.805 -6.405
O -39.4 -1.627 -2.832
O -15.783 -5.918 -7.079
O 46.626 2.083 25.593
O -23.123 6.273 -1.421
O -48.087 -1.39 25.364
O -35.432 5.482 22.3
O -43.524 8.192 22.285
O 48.178 6.158 26.06
O -13.954 3.435 -6.802
O -29.954 7.994 -3.495
O -38.095 -5.475 -0.481
O -47.407 6.894 23.878
O -31.442 -0.663 23.497
O -48.195 -7.147 22.869
O -23.76 6.459 23.195
O -40.017 -5.962 25.687
O -37.926 5.601 -0.488
O -37.967 -6.5 24.333
O -44.979 -3.468 -1.124
O -32.021 0.835 25.771
O -2.126 7.109 26
O -45.993 5.192 25.296
O -29.579 4.067 -6.034
O -34.083 2.142 -6.994
O -30.479 2.641 -3.479
O 44.808 0.869 23.922
O -41.909 7.637 -6.423
O -32.433 5.394 -0.423
O -26.029 -5.86 -5.945
O -2.879 0.014 22.295
O 10.065 -8.072 26.123
O -30.956 -7.129 -1.445
O -41.308 4.308 22.998
O 41.825 6.638 -1.395
O 34.857 0.242 -4.859
O -25.301 -1.09 -3.652
O -42.153 -3.719 24.796
O -39.904 5.905 -7.091
O -27.331 0.171 -6.554
O 39.626 4.723 22.644
O -6.593 4.253 24.818
O -35.254 7.922 -3.509
O -31.849 -1.713 25.858
O 38.608 3.418 -3.906
O 23.442 -4.773 24.043
O -43.398 -5.451 -0.408
O -48.999 -7.857 25.188
O -20.8 1.723 -3.415
O -46.131 0.241 25.202
O -39.514 7.583 -1.278
O -39.588 2.104 -1.288
O -33.957 7.147 -1.462
O 13.561 -2.82 -0.386
O -37.569 7.219 24.113
O 13.389 -4.822 -5.089
O -33.966 -3.996 -4.102
O 4.519 -4.307 -4.21
O -31.287 -4.602 -6.032
O -19.583 -5.362 25.406
O -34.657 4.438 -5.788
O -27.466 -2.423 -2.933
O -6.626 -0.092 -6.178
O -34.854 1.999 -1.432
O -41.078 -1.559 -0.839
O -43.24 -0.217 -0.183
O -30.382 4.004 -1.331
O -12.271 7.782 23.005
O -28.88 6.699 -1.449
O -2.908 -7.885 -0.147
O -32.597 -5.399 -0.521
O 40.095 -6.873 -1.803
O 0.78 1.314 -5.341
O -17.684 2.023 25.44
O -28.15 3.881 -2.824
O -42.127 -6.035 -6.406
O -43.426 5.282 -0.484
O -6.85 2.127 23.192
O 0.663 -0.757 -3.75
O -15.744 7.956 25.347
O -46.318 7.228 -5.889
O -47.393 -2.363 -1.207
O -38.822 -5.608 -5.16
O 0.194 7.9 25.27
O 1.115 -7.201 23.125
O 26.242 1.426 22.89
O 39.347 6.9 24.107
O -38.112 0.082 -0.504
O -11.133 -4.519 -4.003
O -45.331 0.771 -4.159
O -36.536 -7.377 -1.397
O -22.19 -1.229 25.427
O 42.407 5.338 -3.674
O -38.064 -3.66 -3.619
O -18.649 5.329 -2.92
O -29.632 -2.839 -0.398
O -36.492 2.58 -6.029
O -34.2 -3.512 -1.507
O 9.281 -5.858 -3.272
O -28.156 -7.255 -1.899
O -15.075 -1.781 23.38
O -27.114 -0.072 25.192
O -30.939 4.667 22.909
O 35.933 -1.743 23.351
O -27.146 2.702 22.323
O -23.456 -6.521 -5.373
O -29.963 -5.581 22.535
O -9.624 0.795 -2.862
O 19.622 -2.744 -6.646
O -24.318 0.003 22.426
O -11.121 3.52 22.666
O -22.264 1.48 23.171
O -18.851 6.899 -0.885
O -18.66 -4.879 22.927
O -21.902 8.026 22.242
O -24.555 3.749 -5.323
O -35.556 -5.859 -3.246
O -25.053 -6.576 22.983
O -28.968 6.371 23.332
O -12.684 -6.201 24.334
O 16.778 3.465 -3.802
O -35.864 4.357 -1.435
O -24.636 0.962 -5.162
O -27.051 -2.763 25.485
O 7.677 3.04 -0.509
O -20.445 3.359 23.099
O -16.546 -3.482 22.378
O -13.701 -4.81 -3.019
O -17.217 7.124 23.218
O -13.556 -1.394 26.144
O 9.315 -3.33 -6.677
O 0.125 3.571 22.798
O -13.525 5.947 -7.237
O 41.062 -5.449 -6.659
O 18.432 -3.936 -2.321
O -16.257 7.569 -3.507
O -35.819 -7.692 25.285
O -16.238 -5.68 -3.038
O -21.193 5.247 26.145
O -37.148 -1.409 -4.37
O -25.892 -6.2 -1.232
O 16.806 -6.63 -1.433
O -22.722 -3.412 -3.826
O -33.265 8.206 25.54
O -6.139 -3.745 23.202
O -18.286 -3.923 -1.214
O -14.838 4.137 -1.52
O -18.957 5.321 22.275
O -7.187 -6.441 -1.782
O 27.305 -5.106 -4.973
O -12.643 -8.024 -6.311
O -4.423 6.659 -5.663
O -21.755 -5.444 -0.164
O -10.044 -1.48 23.323
O 29.31 -3.464 -5.313
O -43.702 4.058 26.025
O -24.835 -1.291 25.69
O -37.599 -7.498 -3.868
O 46.117 4.716 -4.634
O -4.68 -6.231 -1.062
O -22.101 7.713 26.309
O 44.783 1.885 -5.802
O -17.554 1.175 23.012
O -18.91 -8.091 -3.297
O -21.592 -3.217 -6.14
O 11.442 -1.637 25.079
O -27.12 8.067 22.439
O -15.617 2.284 -3.238
O 17.668 6.655 23.39
O -24.101 -4.042 -6.015
O -17.774 -0.531 25.004
O 26.42 2.159 -6.87
O 20.482 2.088 26.253
O -14.546 -6.777 -1.374
O 25.464 0.792 26.241
O -27.369 5.266 -5.422
O -17.023 -4.477 -5.167
O -48.889 2.7 22.199
O -27.865 -5.337 25.909
O -2.988 -5.161 25.305
O -9.074 3.818 -1.31
O -11.646 0.385 -6.984
O -16.957 -3.01 24.917
O 43.821 -5.704 -0.189
O -22.882 5.346 -3.881
O -2.605 3.972 -0.668
O -23.266 -3.697 -1.227
O -25.284 4.328 23.138
O -8.694 4.056 23.279
O 11.918 -0.15 -4.095
O -23.46 -5.77 -2.881
O -19.387 -0.14 -4.605
O -24.438 8.179 -0.317
O -27.03 -0.141 -0.174
O -8.232 2.798 -3.61
O 41.69 6.354 22.988
O -13.545 1.963 -1.347
O -10.601 -6.541 -5.516
O -17.183 1.071 -1.26
O -30.153 5.22 -3.756
O 35.063 -2.101 -5.986
O 24.335 -6.752 25.689
O -39.504 3.452 -5.774
O 30.139 6.486 -3.863
O -47.627 -0.421 23.08
O -25.484 -1.91 -1.187
O -19.017 2.721 -0.363
O -2.017 -7.297 24.247
O -39.36 8.205 -5.782
O -27.406 7.241 -3.683
O -0.517 3.282 25.409
O -16.382 -5.375 -0.253
O 22.795 -1.962 -1.354
O 1.025 5.19 -3.439
O 48.659 -3.561 -6.672
O -17.708 -1.777 -5.74
O -13.366 3.379 -3.624
O -27.104 5.408 -0.177
O -25.157 -3.69 -3.013
O -25.88 3.489 -1.279
O -21.265 2.665 25.406
O 32.855 -5.615 26.083
O -32.614 -7.885 -3.347
O -11.389 7.775 -4.026
O -22.865 0.013 -3.46
O -47.199 4.777 -6.531
O 19.217 -2.849 -0.137
O -21.683 -0.231 -0.199
O -6.7 6.165 23.036
O 39.858 -1.382 25.548
O -20.043 -6.812 -1.417
O -1.575 -4.3 23.263
O -32.643 2.719 22.31
O -18.867 -5.505 -3.458
O -18.804 -2.409 -3.384
O -27.386 4.504 26.094
O -48.764 -2.591 -4.329
O -26.072 -1.668 23.359
O 3.363 0.659 -6.48
O -7.664 -7.936 -5.746
O 0.069 -2.539 22.305
O 31.484 -4.643 -1.271
O -15.366 3.884 23.211
O 7.183 6.777 -5.664
O -1.026 -7.011 -5.214
O -3.276 2.557 -3.348
O -40.136 -7.247 -3.424
O -13.732 -5.572 21.847
O -3.907 -6.041 22.98
O -3.928 -0.001 -6.308
O -8.223 0.1 22.283
O 13.509 -7.681 26.385
O 13.084 -6.868 -6.852
O 46.328 -5.791 25.376
O -3.648 -2.972 24.176
O -5.419 -8.061 22.178
O -17.662 -6.855 24.366
O -29.618 -3.687 -4.097
O -10.291 -6.785 23.178
O -13.655 5.603 22.215
O -8.188 -5.332 22.402
O -0.762 1.529 -3.327
O 5.611 5.067 -0.48
O 22.958 3.282 -3.981
O 14.238 -0.122 -2.986
O -28.533 2.203 25.43
O 3.575 -7.769 -3.196
O 37.055 -3.385 -4.769
O 25.486 6.405 22.902
O -31.793 -7.288 23.411
O 30.94 -4.68 -7.109
O 0.122 2.975 -7.229
O 7.355 -1.703 -6.058
O -48.613 1.224 25.047
O 3.14 3.606 -3.356
O -11.026 -1.978 25.767
O -2.861 -2.631 -3.522
O -9.909 0.319 25.271
O -12.717 -2.555 -3.696
O -29.77 4.621 25.165
O -23.356 2.555 -3.573
O 41.787 -2.184 -5.945
O -0.162 0.039 -0.421
O 39.463 -2.144 -4.617
O -48.656 -1.016 -6.429
O 42.561 1.933 23.191
O -2.819 5.511 22.006
O 24.194 -2.342 24.664
O 17.052 3.749 -6.421
O 47.321 1.015 23.168
O -40.257 4.572 -2.361
O -29.687 -0.224 25.393
O 37.678 7.954 -6.336
O -11.953 4.497 -5.63
O -15.437 -7.266 22.979
O -41.877 5.724 25.112
O 10.33 -2.666 22.767
O -47.222 2.325 -5.425
O 10.027 -6.714 -5.659
O -3.214 2.499 -5.971
O -42.024 -1.634 -5.31
O -8.347 8.017 -3.249
O 17.713 -0.985 -6.412
O -43.153 -0.441 -3.23
O -45.491 -1.184 -2.375
O -42.577 4.63 -3.586
O 1.838 1.375 -2.925
O -33.1 0.126 -1.469
O 19.002 -3.531 25.209
O -16.988 -0.519 -3.478
O 39.492 -3.421 -6.831
O 20.443 -3.401 23.04
O 1.803 -7.142 -1.283
O 26.468 -0.46 -6.623
O 7.44 3.295 24.87
O 36.577 2.183 -5.068
O -3.529 -6.635 -4.701
O -19.841 0.979 24.237
O 24.852 -3.609 -3.946
O -15.481 0.657 26.042
O -5.85 -2.042 25.215
O -13.374 -0.372 -5.153
O -41.782 -2.777 -2.992
O -6.62 6.803 -1.329
O 2.354 -2.845 -3.588
O -16.573 5.559 -0.362
O -1.997 -3.756 -1.283
O 43.466 -6.08 -6.148
O 29.834 0.082 -4.08
O -8.312 8.106 0.032
O -13.79 6.69 -3.924
O -25.497 7.065 -5.643
O -12.057 -0.227 -2.861
O -23.114 7.959 -3.481
O 41.175 7.72 -3.559
O 14.535 -2.798 -6.249
O -8.456 -1.854 25.35
O 35.002 0.174 24.931
O -2.201 1.489 -1.18
O 31.685 -6.468 -5.358
O -2.821 -0.028 -3.254
O -1.794 -5.035 -3.591
O -0.637 4.635 -5.4
O -36.554 2.835 -3.355
O -33.252 -3.89 25.694
O 1.912 3.179 -1.032
O -6.246 -4.113 -1.184
O 3.831 6.525 -1.629
O -1.831 6.507 -1.198
O -0.111 -5.42 -0.466
O -45.251 -4.211 -5.921
O -33.287 -3.119 -7.095
O 28.756 -6.074 22.615
O -31.811 1.91 -5.714
O 4.018 1.842 -1.537
O -10.813 5.588 -0.41
O -38.295 8.209 21.84
O -1.315 -2.98 25.502
O -26.097 2.354 -3.52
O -11.114 -8.092 25.248
O -15.3 -0.794 -1.368
O -13.653 -2.589 -0.423
O -10.866 -1.11 -5.02
O 12.66 -1.439 22.902
O 9.652 7.938 -3.718
O -1.276 1.584 23.473
O -5.577 0.159 -0.389
O -20.241 -2.155 -1.122
O -13.105 3.688 24.472
O -17.45 -7.006 -5.045
O 39.143 1.348 -5.384
O -9.759 -6.776 -1.421
O -11.184 0.921 -0.736
O 20.279 -2.03 -2.389
O 16.12 0.076 -0.177
O -4.877 5.226 -0.499
O 23.056 -0.466 25.978
O -28.687 -1.441 -5.003
O 5.241 -0.464 -5.161
O 18.948 4.873 24.931
O -5.083 -1.4 22.8
O 39.549 -0.539 -1.377
O 7.372 3.446 -6.708
O 9.213 -5.926 24.698
O -32.424 -2.098 -2.878
O 12.185 -1.171 -1.7
O -29.424 1.014 -5.143
O 14.233 2.501 -3.568
O -2.116 -4.907 -6.197
O 10.137 3.17 -3.087
O -33.565 6.095 -3.943
O -10.839 2.926 -3.818
O -15.351 7.901 -5.914
O 48.535 3.957 -5.235
O 2.388 -5.424 -3.19
O -14.753 5.609 25.12
O 48.878 -7.611 -3.34
O -21.512 -2.648 22.35
O 17.941 -3.002 -4.601
O -35.713 0.678 -4.409
O -21.932 3.76 -5.841
O -19.513 4.524 -5.213
O 16.101 2.271 25.299
O -23.013 4.318 24.51
O -0.228 -3.045 -3.052
O -4.914 4.153 -4.851
O 16.38 1.248 -2.598
O 30.232 -5.576 24.714
O -34.776 -1.24 -5.896
O -14.223 -7.103 -3.962
O 11.572 -5.924 25.985
O -18.014 6.615 -5.155
O 31.925 -3.529 24.964
O -6.615 4.323 -2.251
O 9.693 3.733 -5.578
O -5.815 -7.777 -3.927
O -8.302 2.397 25.383
O 6.294 -2.488 -3.806
O 41.18 -6.275 -4.309
O -20.143 -6.913 23.379
O 16 -0.38 25.403
O -44.965 3.9 -3.083
O -12.759 -3.937 25.716
O 21.359 4.165 -5.94
O 21.993 4.289 25.864
O 36.482 -3.645 -1.488
O 19.36 6.728 -6.345
O -7.239 -4.068 26.04
O -4.723 6.234 24.777
O 23.513 8.181 -5.895
O -46.762 -7.181 -1.244
O -10.864 2.752 25.215
O -38.949 2.782 25.126
O 10.636 5.714 -2.915
O 12.402 4.203 -4.15

Results
total energy: -609925.781 eV
total energy less fixed offsets of O -438.25, Si -107.07 eV per atom: -6.581 eV

Forces (eV/angstrom) on atoms 213 to 895 of the 3024, counted in the order above; the others are left out for length: element, x, y, z
Si 0.065 -0.054 -0.014
Si -0.103 0.071 0.033
Si 0.032 -0.049 0.179
Si 0.008 0.009 -0.058
Si 0.291 -0.302 0.619
Si -0.015 0.231 0.717
Si 0.206 -0.091 0.691
Si 0.149 -0.133 0.768
Si -0.093 0.263 0.675
Si 0.183 -0.383 0.615
Si 0.298 -0.156 0.666
Si 0.163 -0.135 0.707
Si -0.199 0.024 0.706
Si 0.274 -0.061 0.73
Si -0.113 0.217 0.706
Si -0.17 0.13 0.727
Si -0.293 0.138 0.676
Si -0.289 0.191 0.7
Si -0.231 0.202 0.674
Si -0.128 0.368 0.578
Si 0.058 -0.126 0.778
Si 0.142 -0.036 0.74
Si -0.01 -0.034 -0.04
Si -0.017 0.03 -0.055
Si 0.008 0.002 -0.042
Si -0.005 -0.002 -0.062
Si 0.001 -0.021 -0.063
Si -0.016 0.039 -0.001
Si 0.01 0.003 -0.053
Si -0.037 -0.025 -0.044
Si 0.007 0.008 -0.053
Si -0.004 -0.004 -0.062
Si 0.004 -0.019 -0.065
Si 0.037 0.018 -0.042
Si 0.012 0.042 -0.043
Si -0.014 -0.003 -0.008
Si -0.02 -0.004 -0.012
Si 0.009 0.014 -0.028
Si 0.015 -0.002 -0.07
Si 0.017 -0.007 -0.041
Si 0.006 -0.002 0.025
Si -0.002 -0.001 0.015
Si 0.003 -0.002 0.051
Si -0.006 0.011 0.039
Si 0.01 0.005 0.002
Si 0.018 0.021 0.05
Si -0.012 -0.019 0.025
Si 0.014 -0.016 0.015
Si -0.01 0.009 0.034
Si -0.005 0.036 0.05
Si 0.009 -0.067 0.031
Si 0.001 -0.001 -0.001
Si 0.013 -0.006 0.021
Si 0.033 0.007 0.027
Si -0.045 0.003 0.025
Si 0.007 -0.003 0.004
Si -0.023 0.025 0.026
Si -0.028 0.01 0.012
Si 0.002 -0.018 -0.002
Si -0.008 0.006 0.015
Si 0.005 -0.012 -0.006
Si 0.006 -0.025 0.003
Si 0.031 -0.016 0.011
Si -0.019 -0.009 0.03
Si -0.012 0.011 -0.005
Si -0.004 -0.004 -0.015
Si -0.014 0.005 0.018
Si 0.015 0.009 -0.025
Si -0.029 0.014 -0.031
Si 0.007 0.029 0.002
Si 0.014 0.007 0.008
Si 0.013 -0.03 0.022
Si 0.019 -0.02 0.002
Si 0.008 0.004 0.007
Si 0.001 0.004 -0.022
Si 0.01 -0.016 -0.001
Si -0.01 0.005 -0.02
Si 0.002 0.008 0.001
Si -0.002 0.009 0
Si -0.013 0.006 -0.003
Si -0.001 0.017 -0.011
Si -0.001 0.003 -0.005
Si -0.006 -0.004 0.005
Si 0.009 -0.01 -0.016
Si -0.003 -0.017 0.003
Si -0.013 0.013 0.011
Si -0.011 0.017 -0.009
Si -0.011 -0.011 -0.004
Si 0.005 -0.005 -0.028
Si 0.015 0.001 0.008
Si 0.015 -0.001 0.007
Si 0.004 0.005 0
Si -0.005 -0.003 -0.011
Si -0.002 0.002 -0.015
Si -0.003 -0.02 -0.033
Si -0.017 -0.006 0.045
Si 0.004 -0.014 0.003
Si -0.002 0.024 0.011
Si 0.005 -0.01 0.019
Si -0.003 -0.017 0.002
Si -0.005 0.018 0.016
Si -0.021 0.007 -0.007
Si 0.019 -0.014 -0.017
Si 0.06 -0.015 0.027
Si 0 0.022 -0.016
Si 0.007 0.005 -0.022
Si -0.004 -0.025 0.01
Si -0.011 0.03 -0.001
Si -0.009 0.011 -0.007
Si 0.004 -0.016 0.029
Si 0.013 0.018 -0.013
Si -0.012 -0.005 0.01
Si -0.003 0.015 -0.033
Si 0.018 -0.015 -0.042
Si 0 0.008 -0.007
Si 0 0.027 -0.005
Si -0.024 0.007 -0.053
Si 0.009 0.008 0.002
Si -0.006 0 -0.048
Si 0.013 -0.016 0
Si -0.019 0 0.006
Si -0.022 0.001 -0.024
Si -0.039 -0.021 -0.008
Si 0.026 0.028 -0.044
Si -0.002 -0.031 -0.023
Si 0.038 0.014 -0.016
Si -0.023 0.022 -0.02
Si -0.013 -0.028 -0.022
Si 0.014 0.005 -0.029
Si -0.021 -0.026 -0.03
Si 0.002 0.005 0.05
Si 0.041 0.015 0.015
Si 0.025 0.009 0.054
Si 0.019 0.002 0.046
Si -0.001 -0.021 0.061
Si 0.036 -0.025 0.052
Si -0.025 0.023 0.052
Si 0.006 -0.012 0.056
Si -0.017 -0.044 0.062
Si 0.033 -0.014 0.025
Si 0.042 0.01 0.007
Si 0.007 0.003 0.005
Si -0.044 0.001 0.063
Si 0.003 0 0.036
Si 0.009 0.018 0.025
Si -0.02 -0.022 0.033
Si 0.006 0.019 0.052
Si 0.014 0.005 0.109
Si -0.091 -0.007 -0.688
Si -0.201 -0.168 -0.797
Si 0.138 0.185 -0.816
Si -0.026 0.09 -0.705
Si -0.05 -0.123 -0.751
Si 0.258 0.061 -0.67
Si -0.236 0.013 -0.567
Si 0.103 0.232 -0.753
Si 0.196 0.076 -0.741
Si -0.123 -0.207 -0.661
Si -0.616 -0.316 -0.465
Si 0.503 0.257 -0.538
Si -0.051 -0.194 -0.757
Si 0.13 -0.015 -0.683
Si -0.346 -0.073 -0.616
Si -0.17 -0.152 -0.724
Si 0.158 -0.04 -0.672
Si -0.252 -0.011 -0.766
Si 0.094 0.043 0.074
Si 0.075 -0.132 0.136
Si 0.029 0.052 -0.019
Si -0.029 0.015 0.176
Si 0.094 -0.133 -0.019
Si -0.068 0.014 -0.041
Si -0.049 0.099 -0.153
Si 0.03 -0.049 -0.168
Si 0.01 0.16 -0.076
Si -0.022 0.043 -0.076
Si 0.126 0.036 -0.105
Si 0.124 0.033 -0.06
Si -0.006 -0.083 0.096
Si -0.113 -0.048 -0.005
Si 0.06 0.148 -0.046
Si 0.098 -0.02 0.027
Si 0.051 -0.09 -0.013
Si -0.104 -0.066 0.159
Si 0.048 0.008 0.127
Si -0.024 0.057 -0.174
Si 0.018 -0.011 -0.057
Si 0.078 -0.027 -0.02
Si -0.044 -0.03 -0.101
Si 0.129 0.096 -0.059
Si 0.003 0.106 -0.082
Si 0.074 0.06 0.009
Si 0.032 -0.081 -0.084
Si -0.071 -0.05 0.14
Si 0.032 -0.164 -0.087
Si 0.034 -0.024 0.024
Si 0.036 -0.167 -0.262
Si -0.081 0.123 0.005
Si 0.018 0.019 0.02
Si 0.002 -0.028 0.067
Si -0.038 0.066 0.002
Si 0.115 -0.033 -0.02
Si -0.024 0.029 0.012
Si 0.08 0.031 -0.009
Si 0.046 0.045 0.144
Si -0.001 0.024 -0.043
Si -0.066 0.054 0.027
Si -0.046 0.035 -0.047
Si -0.128 -0.038 0.044
Si 0.027 -0.009 -0.2
Si -0.066 -0.022 0.093
Si -0.065 0.051 0.115
Si -0.078 0.016 -0.151
Si 0.037 -0.13 -0.069
Si -0.022 0.055 0.086
Si -0.114 0.089 -0.103
Si 0.123 -0.043 -0.102
Si 0.014 -0.104 0.123
Si 0.115 -0.018 0.068
Si 0.062 -0.067 0.237
Si 0.087 -0.277 0.644
Si 0.062 0.133 0.721
Si 0.376 -0.219 0.666
Si 0.157 -0.204 0.707
Si -0.03 0.12 0.689
Si -0.157 0.139 0.706
Si -0.386 0.15 0.681
Si 0.046 -0.005 0.486
Si -0.042 0.198 0.68
Si -0.07 0.168 0.775
Si 0.204 -0.274 0.713
Si 0.305 -0.256 0.727
Si 0.187 -0.202 0.692
Si -0.212 0.172 0.843
Si 0.161 -0.032 0.687
Si -0.302 0.224 0.668
Si 0.152 -0.372 0.638
Si -0.161 0.325 0.658
Si 0.007 -0.018 -0.055
Si -0.07 0.038 -0.054
Si 0.016 0.027 -0.045
Si 0.016 0.039 -0.051
Si 0.008 0.044 -0.006
Si 0.011 -0.012 -0.037
Si 0 -0.018 -0.014
Si 0.017 0.023 -0.033
Si -0.012 0.003 -0.078
Si 0.006 -0.021 -0.082
Si -0.012 -0.006 -0.045
Si 0.024 -0.017 -0.06
Si 0.049 -0.028 -0.06
Si -0.012 0.008 -0.053
Si -0.005 0.013 -0.045
Si -0.009 0.025 -0.049
Si 0.001 0.028 -0.042
Si -0.03 -0.047 -0.009
Si -0.011 0.024 0.022
Si -0.02 -0.012 0.004
Si 0.007 -0.013 0.019
Si 0.011 -0.041 -0.012
Si 0.014 -0.003 0.027
Si 0.024 -0.005 0.017
Si -0.011 0.011 0.027
Si -0.003 -0.004 0.044
Si -0.002 0.008 -0.002
Si 0.015 0.017 0.005
Si -0.005 -0.005 0.012
Si 0.036 -0.01 0.025
Si 0.014 -0.003 0.027
Si 0.005 0.004 0.014
Si -0.013 0.003 0.023
Si 0.009 -0.05 0.025
Si -0.028 0.031 0.039
Si -0.012 0.032 0.022
Si -0.009 -0.007 0.01
Si 0.023 0.004 0
Si 0.021 -0.01 0.006
Si -0.005 0.011 0.005
Si -0.003 0.01 0.013
Si -0.034 0.018 0.008
Si -0.005 -0.026 0.018
Si 0.011 0 -0.001
Si 0.019 -0.018 0.001
Si -0.004 -0.032 -0.002
Si -0.025 0.019 0.012
Si -0.011 -0.019 0.007
Si 0.001 -0.009 0.01
Si -0.011 0.008 0.009
Si -0.006 -0.006 0.009
Si 0.007 -0.005 0.003
Si 0.006 0.003 0.007
Si -0.016 -0.01 0.019
Si 0.01 0.002 -0.005
Si -0.008 0.011 0.009
Si -0.009 0.006 -0.017
Si 0.001 -0.002 -0.024
Si -0.006 -0.003 -0.018
Si 0.002 0.001 -0.01
Si 0.002 -0.005 -0.008
Si -0.018 0.009 -0.001
Si -0.01 0.005 -0.013
Si -0.003 0.013 -0.009
Si 0.032 0.01 -0.006
Si 0 0.005 -0.001
Si -0.018 0.009 -0.001
Si 0.004 0.011 0.003
Si -0.008 0.005 -0.006
Si 0.012 0.001 0
Si 0.003 -0.004 -0.006
Si 0.002 -0.005 0.008
Si 0.013 -0.027 0.014
Si 0.013 0.011 0.003
Si 0.021 0.004 -0.002
Si -0.016 -0.023 -0.002
Si 0.003 0.028 0.009
Si -0.004 -0.01 -0.005
Si 0.029 -0.007 0.024
Si 0.008 0.002 -0.006
Si 0.003 -0.007 -0.002
Si -0.014 -0.024 0.005
Si -0.016 -0.003 0.022
Si -0.016 0.008 0.007
Si 0.02 0.002 -0.008
Si -0.001 -0.008 0.007
Si -0.014 -0.006 0.004
Si -0.006 -0.007 0.003
Si -0.009 -0.008 -0.009
Si 0 -0.001 0.017
Si 0.013 0.029 -0.02
Si -0.005 -0.006 -0.029
Si -0.003 -0.012 -0.037
Si -0.006 0.005 -0.019
Si 0.013 0.024 -0.028
Si -0.012 0.011 -0.008
Si -0.017 0.02 -0.026
Si 0.008 0.012 -0.006
Si -0.011 0.016 -0.001
Si 0.022 -0.016 -0.024
Si 0.036 0.004 -0.005
Si -0.018 0.011 -0.007
Si 0.008 -0.018 -0.001
Si 0.002 0.013 -0.035
Si -0.007 0.006 -0.04
Si -0.008 -0.017 0.007
Si -0.018 0.006 -0.002
Si -0.007 -0.008 -0.008
Si -0.012 0.002 0.039
Si 0.006 0.004 0.038
Si -0.038 -0.028 0.054
Si 0.014 -0.046 0.058
Si -0.013 0.007 0.038
Si 0.03 0.001 0.057
Si 0.013 -0.028 0.074
Si -0.029 -0.007 0.041
Si -0.012 0.004 0.053
Si 0.021 -0.005 0.058
Si 0.024 0.008 0.053
Si 0.001 0.007 0.006
Si -0.034 -0.038 0.036
Si 0.007 0.004 0.054
Si 0.033 0.003 0.042
Si -0.014 -0.009 0.044
Si -0.01 0.005 0.044
Si 0.046 0.016 0.034
Si 0.271 0.007 -0.647
Si -0.129 -0.084 -0.743
Si -0.211 -0.089 -0.752
Si 0.17 0.138 -0.776
Si -0.012 -0.044 -0.553
Si 0.076 0.186 -0.786
Si -0.087 -0.389 -0.708
Si 0.221 0.153 -0.707
Si 0.117 -0.01 -0.759
Si -0.137 -0.095 -0.805
Si -0.118 -0.273 -0.789
Si 0.281 0.368 -0.741
Si 0.013 0.155 -0.697
Si -0.233 -0.15 -0.738
Si -0.153 -0.004 -0.721
Si 0.158 0.119 -0.746
Si 0.081 0.169 -0.73
Si -0.155 -0.102 -0.668
Si -0.041 -0.048 -0.073
Si 0.089 -0.094 0.041
Si 0.091 0.051 -0.037
Si -0.033 -0.067 0.006
Si 0.116 -0.049 0.117
Si -0.07 -0.002 -0.183
Si -0.023 0.056 -0.127
Si -0.067 0.018 -0.056
Si -0.033 0.136 -0.198
Si 0.089 -0.039 0.02
Si -0.021 0.046 0.022
Si -0.061 -0.101 0.036
Si 0.106 -0.089 0.053
Si -0.181 -0.102 -0.018
Si -0.028 0.038 0.03
Si -0.046 0.051 -0.077
Si 0.012 0.044 0.03
Si -0.08 -0.002 -0.009
Si 0.052 0.079 0.104
Si -0.053 0.009 -0.112
Si 0.131 -0.179 -0.003
Si 0.042 -0.048 -0.107
Si 0.007 -0.035 -0.136
Si 0.005 -0.038 -0.062
Si 0.059 -0.047 0.031
Si 0.021 -0.044 -0.044
Si 0.046 -0.053 -0.063
Si -0.059 0.119 0.262
Si -0.105 -0.031 0.048
Si -0.01 0.088 -0.012
Si -0.117 -0.036 -0.028
Si -0.098 -0.049 0.093
Si 0.082 0.037 0.258
Si 0.092 0.14 -0.102
Si -0.113 -0.115 0.032
Si -0.006 0.004 0.157
Si -0.078 0.043 -0.015
Si -0.008 0.011 0.045
Si 0.059 -0.088 0.021
Si 0.024 -0.146 -0.107
Si 0.142 -0.092 0.022
Si -0.151 -0.033 -0.001
Si -0.045 0.025 0.064
Si -0.023 0.135 -0.13
Si 0.032 -0.042 -0.044
Si 0.02 -0.049 0.071
Si 0.072 0.019 -0.071
Si 0.009 0.099 -0.126
Si -0.032 -0.049 0.065
Si -0.031 -0.036 0.064
Si 0.112 0.059 -0.067
Si -0.083 0.068 0.151
Si 0.007 0.034 -0.037
Si 0.113 0.111 -0.033
Si 0.234 -0.047 0.616
Si -0.378 0.323 0.696
Si 0.114 -0.36 0.745
Si -0.095 0.19 0.785
Si 0.119 -0.172 0.682
Si -0.158 0.072 0.697
Si 0.035 -0.209 0.716
Si -0.169 0.126 0.724
Si 0.212 -0.008 0.628
Si -0.289 0.024 0.725
Si 0.112 -0.179 0.773
Si -0.151 0.186 0.773
Si 0.363 -0.157 0.668
Si 0.116 0.062 0.818
Si 0.071 -0.342 0.711
Si -0.178 0.201 0.74
Si 0.225 -0.035 0.72
Si -0.149 0.17 0.681
Si -0.022 0.007 -0.037
Si -0.013 -0.02 -0.053
Si 0.033 -0.003 -0.083
Si -0.003 0.002 -0.06
Si 0.028 0.001 -0.02
Si -0.007 0.004 -0.034
Si 0.055 0.037 -0.022
Si 0.019 0.055 -0.043
Si -0.018 0.014 -0.042
Si -0.001 -0.01 -0.058
Si -0.005 -0.021 -0.065
Si -0.009 -0.021 -0.049
Si -0.045 -0.01 -0.065
Si -0.03 -0.015 -0.034
Si 0.03 0.002 -0.034
Si 0.008 -0.002 -0.058
Si -0.013 0.008 -0.027
Si 0.033 0.009 -0.046
Si 0.019 -0.005 0.004
Si 0.007 0.01 0.035
Si 0.017 0.015 0.05
Si -0.009 -0.008 0.015
Si 0.004 0.011 0.005
Si -0.005 -0.009 0.024
Si -0.016 0.028 0.028
Si -0.016 -0.034 0.001
Si 0.019 0.014 -0.001
Si -0.02 -0.018 0.036
Si 0.025 0.015 0.042
Si -0.021 0.005 0.03
Si 0.016 -0.018 0.026
Si 0.009 -0.023 0.014
Si 0.005 -0.002 0.024
Si -0.01 -0.002 0.007
Si -0.007 -0.002 0.013
Si -0.011 0.003 0.002
Si -0.014 -0.005 -0.02
Si -0.008 -0.007 0.013
Si -0.009 -0.008 -0.013
Si 0.011 0.005 0.013
Si 0.006 0.018 0.003
Si -0.002 0.001 0.005
Si -0.006 -0.011 -0.002
Si 0.002 0.022 0.005
Si -0.012 0.014 -0.013
Si -0.004 -0.003 -0.001
Si -0.002 -0.015 -0.016
Si -0.003 0.007 0.009
Si 0.002 0.011 -0.012
Si 0.01 -0.003 -0.008
Si -0.001 0 -0.013
Si 0.005 0.026 0.029
Si -0.003 0.017 -0.016
Si 0.007 0.003 -0.007
Si 0.004 0.009 -0.004
Si -0.007 0.003 -0.01
Si 0.011 -0.002 -0.007
Si -0.008 -0.003 -0.007
Si 0.005 -0.007 0.002
Si 0.003 -0.002 0.002
Si 0.008 -0.005 -0.004
Si 0.011 -0.008 -0.008
Si 0.001 -0.013 0.001
Si 0.025 -0.016 -0.007
Si 0.001 -0.018 0
Si 0.006 0.013 -0.007
Si -0.006 0.007 -0.014
Si -0.002 0.019 -0.005
Si 0.015 -0.003 -0.023
Si -0.004 0.013 0.011
Si -0.024 0.004 -0.01
Si 0.008 0.009 -0.003
Si 0.005 0.001 -0.007
Si -0.012 -0.003 0.03
Si 0.011 -0.008 0.015
Si -0.005 0.011 0.008
Si -0.008 -0.001 0.011
Si 0 0.003 -0.017
Si 0.012 -0.01 0.004
Si 0.003 -0.003 0.007
Si 0.011 0.022 0.016
Si 0.019 0.011 0.01
Si 0.002 0.018 0
Si 0.003 0.014 0
Si -0.006 -0.014 -0.01
Si -0.013 0.008 0.014
Si -0.031 -0.013 0.003
Si -0.012 -0.022 0.002
Si -0.008 0.011 -0.015
Si 0.009 -0.014 0.012
Si -0.02 0.014 -0.017
Si 0.002 0.009 -0.015
Si 0.008 -0.008 -0.01
Si -0.025 -0.002 -0.009
Si 0.056 0.008 -0.021
Si -0.03 0.002 0.007
Si -0.002 -0.018 -0.045
Si 0.02 0.03 -0.019
Si 0.01 0.016 -0.006
Si 0.034 -0.019 -0.002
Si 0.038 0 0.004
Si -0.027 -0.015 -0.02
Si 0.013 0.008 -0.013
Si -0.022 -0.017 -0.035
Si -0.005 -0.043 -0.041
Si 0.023 0.031 -0.003
Si 0.008 -0.006 -0.016
Si -0.005 0.005 -0.019
Si -0.001 0.033 0.016
Si 0.01 -0.005 0.035
Si -0.013 -0.002 0.044
Si 0.016 0.006 0.033
Si 0.012 -0.005 0.034
Si -0.035 -0.016 0.051
Si 0.009 -0.016 0.079
Si 0.002 -0.004 0.049
Si -0.006 -0.04 0.043
Si -0.053 0.045 0.053
Si -0.02 0.017 0.046
Si -0.017 0.03 0.08
Si 0.016 -0.022 0.036
Si -0.003 0.015 0.039
Si 0.011 -0.01 0.055
Si 0.025 -0.069 0.018
Si -0.002 0.007 0.019
Si -0.01 0.004 0.044
Si 0.216 -0.036 -0.574
Si -0.233 -0.069 -0.736
Si 0.125 0.149 -0.744
Si -0.177 -0.049 -0.712
Si -0.026 -0.178 -0.763
Si 0.122 0.335 -0.729
Si -0.261 -0.286 -0.766
Si 0.125 0.03 -0.746
Si 0.053 0.234 -0.696
Si -0.094 -0.323 -0.566
Si 0.303 0.086 -0.708
Si -0.137 -0.102 -0.626
Si 0.114 0.019 -0.691
Si -0.244 -0.093 -0.763
Si -0.102 -0.223 -0.735
Si 0.176 0.13 -0.77
Si 0.108 0.285 -0.679
Si -0.119 -0.144 -0.709
Si 0.017 -0.037 -0.259
Si -0.013 -0.027 0.164
Si -0.025 -0.017 0.069
Si 0.105 -0.109 0.065
Si -0.033 0.153 0.036
Si 0.002 -0.121 0.045
Si 0.079 0.014 -0.109
Si -0.032 0.102 -0.109
Si 0.048 -0.086 0.058
Si -0.026 0.026 -0.072
Si 0.1 0.124 0.122
Si -0.063 0.113 0.042
Si 0.022 0.071 0.018
Si -0.028 0.006 -0.039
Si 0.046 -0.152 -0.007
Si -0.155 0.031 -0.126
Si -0.006 -0.009 -0.333
Si 0.093 0.027 0.055
Si 0.041 -0.035 0.11
Si -0.076 0.057 -0.183
Si 0.05 0.01 0.047
Si 0.074 -0.009 -0.072
Si 0.012 -0.011 -0.168
Si 0.147 0.053 -0.041
Si -0.014 -0.064 0.019
Si 0.157 -0.012 -0.145
Si -0.006 0.025 -0.076
Si -0.084 0.075 0.167
Si 0.003 -0.067 0.04
Si 0.08 0.078 0.106
Si -0.017 0.052 -0.185
Si 0.138 0.095 -0.041
Si -0.005 -0.036 0.012
Si 0.136 -0.035 0.253
Si 0.066 0.087 0.039
Si -0.141 -0.092 0.043
Si 0.022 0.011 0.014
Si -0.064 -0.014 -0.048
Si -0.048 0.061 0.098
Si 0.172 0.016 -0.108
Si -0.07 -0.153 -0.092
Si -0.048 0.105 0.102
Si -0.01 -0.049 0.044
Si 0.052 -0.004 0.041
Si -0.037 -0.12 -0.137
Si -0.069 -0.141 -0.078
Si -0.051 -0.093 -0.024
Si 0.183 -0.048 -0.064
Si 0.088 -0.03 0.14
Si 0.022 0.068 -0.142
Si -0.066 -0.083 -0.162
Si -0.028 -0.039 0.082
Si -0.04 0.03 0.059
Si -0.113 -0.035 0.08
Si -0.363 0.065 0.797
Si -0.421 0.281 0.655
Si 0.046 -0.299 0.681
Si -0.207 0.369 0.696
Si 0.182 -0.139 0.739
Si 0.197 -0.173 0.762
Si 0.27 -0.159 0.724
Si -0.407 0.163 0.742
Si 0.368 -0.204 0.692
Si 0.333 -0.115 0.759
Si -0.249 0.062 0.683
Si -0.241 0.175 0.725
Si 0.359 -0.106 0.706
Si 0.158 -0.209 0.718
Si -0.187 0.05 0.739
Si -0.013 0.264 0.649
Si 0.19 -0.329 0.743
Si -0.168 0.291 0.722
Si 0.026 0.006 -0.038
Si -0.027 -0.002 -0.06
Si -0.013 -0.01 -0.044
Si 0.006 0.002 -0.039
Si -0.002 -0.01 -0.077
Si -0.025 0.004 -0.057
Si 0.051 0.018 -0.054
Si -0.017 0.004 -0.071
Si -0.003 -0.004 -0.062
Si -0.023 0.017 -0.091
Si 0.012 -0.014 -0.047
Si -0.015 -0.012 -0.056
Si 0.034 -0.021 -0.05
